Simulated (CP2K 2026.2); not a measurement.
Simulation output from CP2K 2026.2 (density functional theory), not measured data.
Periodic cell of 2364 atoms, Si1700O664, from a study of silicon, its oxide and their interface. The atomic structure is a simulated model.
Doubt: the forces sum to 3.31 eV/angstrom along one axis rather than to zero, so they err by at least 0.0014 eV/angstrom per atom on average; the grid cutoff is modest.

Settings
functional: PBE
method: Gaussian and plane waves
basis set: DZVP-MOLOPT-SR-GTH
pseudopotentials: GTH-PBE
grid cutoff: 350 Ry, relative cutoff 50 Ry
k points: Gamma only
occupations: fixed
spin: none
net charge: 0

Cell vectors (angstrom)
a 16.4025 0 0
b 0 65.61 0
c 0 0 40.2567

Atoms: element, x, y, z (angstrom)
Si 0.289 65.027 0.58
Si 2.738 1.859 0.024
Si 15.799 5.315 40.186
Si 2.348 8.639 0.357
Si 0.412 10.013 0.172
Si 3.161 13.446 40.106
Si 15.837 16.551 40.074
Si 2.314 19.554 0.311
Si 0.156 21.702 40.209
Si 2.897 24.567 40.19
Si 16.237 28.178 39.341
Si 2.935 30.254 39.601
Si 16.215 33.007 39.809
Si 2.462 36.335 39.858
Si 0.404 37.813 40.046
Si 3.231 40.36 0.16
Si 0.152 43.796 39.872
Si 3.092 46.258 39.972
Si 0.093 49.513 40.254
Si 2.724 51.92 0.298
Si 0.465 54.115 0.216
Si 2.322 57.487 0.072
Si 0.799 59.219 40.091
Si 2.642 62.848 0.212
Si 5.28 65.529 0.181
Si 8.823 1.999 0.293
Si 5.513 5.304 0.003
Si 8.351 8.108 0.435
Si 5.327 11.081 40.124
Si 7.434 14.116 40.041
Si 5.27 16.465 39.83
Si 8.426 19.006 0.003
Si 5.079 22.189 0.118
Si 8.387 24.06 0.202
Si 5.891 27.146 39.703
Si 8.928 29.526 0.055
Si 5.509 33.046 40.221
Si 7.756 36.082 40.142
Si 5.592 38.358 0.235
Si 8.601 41.158 0.146
Si 5.083 43.702 40.096
Si 7.665 45.934 39.586
Si 4.893 49.558 40.233
Si 8.471 51.822 40.203
Si 6.112 55.11 39.928
Si 7.618 57.926 0.666
Si 5.759 59.314 0.196
Si 8.455 62.654 0.351
Si 11.017 65.385 0.579
Si 13.509 2.656 0.638
Si 11.455 4.931 0.266
Si 13.953 7.902 0.32
Si 10.788 10.728 0.03
Si 13.32 13.783 0.268
Si 11.095 16.112 0.101
Si 13.554 18.752 40.152
Si 10.48 21.863 0.077
Si 12.7 24.619 39.838
Si 10.816 27.116 0.254
Si 12.699 30.041 40.1
Si 10.995 32.483 0.433
Si 13.881 35.166 40.037
Si 10.67 38.895 40.22
Si 13.343 41.362 0.103
Si 11.305 43.56 0.496
Si 14.306 46.052 39.947
Si 10.653 49.532 40.061
Si 14.208 51.647 40.219
Si 10.797 54.415 40.118
Si 14.51 55.869 39.629
Si 10.367 60.23 0.049
Si 13.073 63.05 0.163
Si 1.412 1.07 1.759
Si 4.276 4.038 1.512
Si 1.516 6.781 1.524
Si 4.163 9.61 1.442
Si 1.511 12.455 1.271
Si 4.034 15.173 1.2
Si 1.119 17.723 1.207
Si 3.969 20.641 1.529
Si 1.279 23.364 1.218
Si 4.236 26.088 1.101
Si 1.435 29.009 0.785
Si 4.172 31.425 1.044
Si 1.215 33.973 1.23
Si 4.076 37.02 1.353
Si 1.394 39.397 1.276
Si 4.079 42.235 1.389
Si 1.487 45.082 1.114
Si 4.043 47.832 1.317
Si 1.396 50.559 1.626
Si 4.242 53.279 1.37
Si 1.532 55.776 1.462
Si 3.997 58.458 1.476
Si 1.418 61.087 1.252
Si 4.163 64.047 1.591
Si 6.902 1.088 1.479
Si 9.746 3.827 1.562
Si 6.897 6.63 1.475
Si 9.561 9.601 1.673
Si 6.715 12.39 1.318
Si 9.278 15.005 1.243
Si 6.733 17.728 1.154
Si 9.306 20.507 1.561
Si 6.745 23.099 1.53
Si 9.415 25.763 1.494
Si 7.064 28.49 1.135
Si 9.545 31.219 1.663
Si 6.765 34.442 1.338
Si 9.578 37.069 1.114
Si 6.951 39.876 1.378
Si 9.78 42.351 1.74
Si 6.707 44.864 1.164
Si 9.616 47.849 1.079
Si 6.776 50.582 1.154
Si 9.678 53.119 1.479
Si 6.885 55.991 1.687
Si 9.505 58.765 1.66
Si 6.871 61.521 1.598
Si 9.609 64.055 1.818
Si 12.327 1.137 1.916
Si 15.071 3.981 1.702
Si 12.33 6.719 1.569
Si 15.154 9.333 1.714
Si 12.295 12.015 1.399
Si 14.988 15.004 1.403
Si 12.166 17.714 1.472
Si 14.845 20.472 1.118
Si 12.053 23.137 1.308
Si 14.863 26.086 1.127
Si 12.05 28.599 1.543
Si 15.153 31.535 1.115
Si 12.396 34.118 1.347
Si 15.081 36.814 1.096
Si 12.278 39.777 1.458
Si 15.228 42.375 1.102
Si 12.645 45.222 1.312
Si 15.273 47.751 1.115
Si 12.42 50.507 1.138
Si 15.183 53.125 1.513
Si 12.39 55.814 1.086
Si 15.299 58.072 0.667
Si 12.056 61.376 1.441
Si 14.862 63.954 1.547
Si 0.11 2.622 2.965
Si 2.812 65.37 3.036
Si 0.065 7.981 3.027
Si 2.866 5.39 2.867
Si 0.054 13.682 2.695
Si 2.736 10.976 2.776
Si 16.209 19.131 2.626
Si 2.566 16.411 2.6
Si 16.322 24.745 2.501
Si 2.582 22.028 2.755
Si 0.08 30.122 2.441
Si 2.716 27.471 2.338
Si 16.372 35.484 2.623
Si 2.755 32.705 2.532
Si 0.069 40.934 2.529
Si 2.735 38.25 2.794
Si 0.161 46.446 2.591
Si 2.715 43.694 2.626
Si 0.049 51.853 2.97
Si 2.759 49.109 2.812
Si 0.023 57.139 2.659
Si 2.937 54.585 2.866
Si 16.377 62.505 2.71
Si 2.759 59.951 2.818
Si 5.574 2.563 2.859
Si 8.151 65.414 3.035
Si 5.501 8.115 2.796
Si 8.259 5.254 2.856
Si 5.357 13.754 2.707
Si 8.124 11.031 2.808
Si 5.406 19.138 2.65
Si 8.059 16.421 2.698
Si 5.426 24.675 2.668
Si 8.016 21.797 2.97
Si 5.564 29.999 2.43
Si 8.154 27.221 2.786
Si 5.367 35.626 2.738
Si 8.134 32.865 2.636
Si 5.542 41.076 2.792
Si 8.277 38.369 2.671
Si 5.484 46.421 2.585
Si 8.206 43.752 2.704
Si 5.582 51.915 2.72
Si 8.175 49.113 2.521
Si 5.367 57.216 2.973
Si 8.325 54.557 2.837
Si 5.487 62.744 3.007
Si 8.109 60.057 3.016
Si 10.966 2.569 3.139
Si 13.779 65.387 3.077
Si 10.936 8.12 2.902
Si 13.707 5.392 3.014
Si 10.805 13.555 2.627
Si 13.731 10.825 2.848
Si 10.824 19.159 2.77
Si 13.599 16.355 2.782
Si 10.839 24.487 2.804
Si 13.59 21.862 2.572
Si 10.893 29.96 3.007
Si 13.583 27.298 2.687
Si 10.948 35.599 2.526
Si 13.758 32.77 2.673
Si 11.066 40.975 3.02
Si 13.72 38.234 2.529
Si 11.045 46.55 2.523
Si 13.902 43.744 2.639
Si 11.094 51.774 2.719
Si 13.757 49.069 2.54
Si 11.022 57.237 2.662
Si 13.649 54.532 2.679
Si 10.93 62.648 3.067
Si 13.545 59.972 2.595
Si 1.476 4.036 4.27
Si 4.173 1.238 4.301
Si 1.424 9.531 4.21
Si 4.147 6.796 4.241
Si 1.34 15.052 4.097
Si 4.074 12.348 4.161
Si 1.233 20.521 4.014
Si 3.984 17.774 3.984
Si 1.37 26.077 3.844
Si 4.038 23.332 4.078
Si 1.396 31.398 3.952
Si 4.099 28.722 3.851
Si 1.348 36.831 4.058
Si 4.051 34.119 3.988
Si 1.36 42.323 3.989
Si 4.144 39.652 4.079
Si 1.389 47.759 4.131
Si 4.109 45.076 4
Si 1.467 53.258 4.2
Si 4.172 50.541 4.083
Si 1.33 58.583 4.125
Si 4.101 55.905 4.386
Si 1.321 63.96 4.226
Si 4.068 61.334 4.268
Si 6.88 3.95 4.269
Si 9.524 1.199 4.393
Si 6.819 9.56 4.147
Si 9.577 6.712 4.23
Si 6.756 15.057 4.117
Si 9.506 12.322 4.197
Si 6.674 20.394 4.21
Si 9.486 17.74 4.103
Si 6.759 25.934 4.142
Si 9.477 23.172 4.202
Si 6.793 31.413 3.944
Si 9.487 28.573 4.205
Si 6.845 36.974 4.022
Si 9.585 34.215 3.947
Si 6.887 42.435 4.142
Si 9.599 39.611 4.196
Si 6.851 47.791 3.989
Si 9.647 45.176 3.95
Si 6.916 53.22 4.175
Si 9.586 50.442 3.99
Si 6.753 58.63 4.298
Si 9.662 55.963 4.152
Si 6.798 64.091 4.414
Si 9.511 61.352 4.403
Si 12.342 4.017 4.395
Si 15.126 1.255 4.33
Si 12.332 9.496 4.239
Si 15.066 6.727 4.412
Si 12.187 14.944 4.087
Si 15.078 12.297 4.11
Si 12.272 20.518 4.059
Si 14.958 17.767 4.125
Si 12.253 25.922 4.094
Si 14.996 23.281 3.915
Si 12.364 31.429 4.092
Si 15.082 28.724 3.906
Si 12.333 36.913 3.948
Si 15.062 34.152 4.061
Si 12.487 42.456 4.114
Si 15.07 39.615 3.932
Si 12.364 47.827 3.999
Si 15.191 45.129 4.028
Si 12.345 53.192 4.133
Si 15.006 50.422 4.113
Si 12.312 58.614 4.101
Si 15.018 55.885 4.101
Si 12.329 64.056 4.372
Si 14.981 61.228 4.11
Si 16.35 65.572 16.52
Si 2.706 2.732 16.517
Si 16.376 5.488 16.509
Si 2.742 8.256 16.48
Si 0.021 11.004 16.471
Si 2.774 13.763 16.432
Si 0.042 16.501 16.43
Si 2.775 19.245 16.422
Si 0.035 21.963 16.44
Si 2.762 24.671 16.405
Si 0.002 27.387 16.371
Si 2.732 30.104 16.321
Si 16.392 32.845 16.296
Si 2.744 35.588 16.268
Si 0.004 38.326 16.279
Si 2.753 41.054 16.309
Si 0.001 43.742 16.357
Si 2.718 46.447 16.417
Si 16.366 49.155 16.46
Si 2.693 51.88 16.486
Si 16.357 54.597 16.515
Si 2.701 57.324 16.516
Si 16.344 60.069 16.524
Si 2.683 62.813 16.537
Si 5.45 65.599 16.547
Si 8.206 2.766 16.513
Si 5.479 5.52 16.493
Si 8.244 8.28 16.465
Si 5.509 11.019 16.455
Si 8.267 13.778 16.445
Si 5.523 16.519 16.432
Si 8.26 19.252 16.429
Si 5.513 21.977 16.417
Si 8.248 24.694 16.392
Si 5.496 27.381 16.363
Si 8.23 30.104 16.315
Si 5.485 32.84 16.287
Si 8.234 35.595 16.265
Si 5.495 38.333 16.271
Si 8.229 41.053 16.316
Si 5.479 43.762 16.361
Si 8.202 46.452 16.409
Si 5.448 49.165 16.442
Si 8.181 51.881 16.482
Si 5.44 54.604 16.503
Si 8.171 57.328 16.541
Si 5.441 60.065 16.546
Si 8.179 62.832 16.554
Si 10.918 65.604 16.534
Si 13.636 2.734 16.509
Si 10.941 5.52 16.494
Si 13.681 8.259 16.49
Si 10.985 11.021 16.462
Si 13.718 13.76 16.45
Si 10.997 16.513 16.446
Si 13.723 19.246 16.437
Si 10.984 21.978 16.427
Si 13.698 24.684 16.412
Si 10.964 27.4 16.373
Si 13.666 30.111 16.326
Si 10.944 32.842 16.282
Si 13.68 35.593 16.273
Si 10.961 38.334 16.282
Si 13.677 41.038 16.322
Si 10.947 43.745 16.356
Si 13.663 46.441 16.401
Si 10.919 49.157 16.444
Si 13.628 51.868 16.505
Si 10.901 54.597 16.534
Si 13.619 57.334 16.541
Si 10.892 60.079 16.553
Si 13.612 62.831 16.527
Si 1.307 1.356 17.864
Si 4.083 4.147 17.835
Si 1.354 6.888 17.838
Si 4.135 9.644 17.812
Si 1.414 12.393 17.8
Si 4.149 15.148 17.78
Si 1.414 17.879 17.787
Si 4.147 20.619 17.787
Si 1.406 23.334 17.812
Si 4.135 26.039 17.764
Si 1.373 28.757 17.719
Si 4.105 31.484 17.651
Si 1.357 34.242 17.62
Si 4.115 36.974 17.602
Si 1.357 39.705 17.638
Si 4.093 42.418 17.708
Si 1.334 45.086 17.771
Si 4.073 47.806 17.8
Si 1.304 50.526 17.844
Si 4.048 53.257 17.855
Si 1.315 55.973 17.877
Si 4.064 58.682 17.895
Si 1.284 61.449 17.892
Si 4.05 64.21 17.876
Si 6.833 1.404 17.88
Si 9.568 4.166 17.869
Si 6.875 6.916 17.823
Si 9.623 9.654 17.827
Si 6.905 12.402 17.793
Si 9.642 15.151 17.822
Si 6.904 17.891 17.803
Si 9.627 20.624 17.808
Si 6.885 23.359 17.781
Si 9.62 26.051 17.774
Si 6.889 28.743 17.705
Si 9.6 31.475 17.664
Si 6.877 34.217 17.61
Si 9.584 36.984 17.626
Si 6.838 39.709 17.652
Si 9.582 42.399 17.72
Si 6.829 45.101 17.772
Si 9.556 47.798 17.804
Si 6.801 50.52 17.828
Si 9.525 53.228 17.892
Si 6.798 55.954 17.897
Si 9.527 58.701 17.921
Si 6.809 61.444 17.914
Si 9.548 64.237 17.898
Si 12.269 1.389 17.905
Si 14.976 4.125 17.873
Si 12.296 6.908 17.865
Si 15.05 9.642 17.853
Si 12.36 12.398 17.825
Si 15.095 15.134 17.808
Si 12.377 17.883 17.815
Si 15.081 20.61 17.831
Si 12.352 23.342 17.817
Si 15.05 26.059 17.789
Si 12.322 28.774 17.742
Si 15.019 31.493 17.672
Si 12.301 34.235 17.618
Si 15.018 36.99 17.635
Si 12.302 39.694 17.684
Si 15.025 42.395 17.711
Si 12.299 45.079 17.757
Si 14.992 47.785 17.816
Si 12.249 50.498 17.862
Si 14.966 53.251 17.883
Si 12.247 55.976 17.916
Si 14.968 58.723 17.904
Si 12.243 61.481 17.908
Si 14.958 64.217 17.889
Si 16.316 2.718 19.22
Si 2.654 65.576 19.221
Si 0.002 8.258 19.221
Si 2.708 5.509 19.198
Si 0.073 13.774 19.171
Si 2.782 11.032 19.166
Si 0.077 19.244 19.181
Si 2.793 16.527 19.146
Si 0.036 24.72 19.172
Si 2.804 21.985 19.182
Si 16.375 30.131 19.046
Si 2.747 27.408 19.105
Si 0 35.636 18.961
Si 2.718 32.874 18.969
Si 0.001 41.038 19.049
Si 2.763 38.363 18.95
Si 16.346 46.402 19.173
Si 2.719 43.735 19.124
Si 16.328 51.877 19.233
Si 2.674 49.138 19.171
Si 16.333 57.33 19.242
Si 2.681 54.614 19.245
Si 16.283 62.815 19.252
Si 2.649 60.042 19.219
Si 5.469 2.821 19.212
Si 8.219 0.051 19.249
Si 5.525 8.299 19.176
Si 8.237 5.587 19.228
Si 5.545 13.796 19.127
Si 8.295 11.067 19.171
Si 5.541 19.283 19.151
Si 8.294 16.547 19.184
Si 5.534 24.73 19.166
Si 8.276 22.033 19.159
Si 5.488 30.121 19.002
Si 8.265 27.431 19.135
Si 5.508 35.611 18.92
Si 8.243 32.867 18.987
Si 5.497 41.081 19.04
Si 8.232 38.367 18.987
Si 5.46 46.458 19.158
Si 8.224 43.744 19.116
Si 5.42 51.882 19.187
Si 8.177 49.15 19.178
Si 5.43 57.312 19.275
Si 8.162 54.594 19.275
Si 5.421 62.839 19.231
Si 8.164 60.063 19.302
Si 10.925 2.815 19.259
Si 13.606 65.596 19.275
Si 10.969 8.314 19.243
Si 13.615 5.515 19.245
Si 11.041 13.808 19.19
Si 13.707 11.04 19.224
Si 11.028 19.277 19.174
Si 13.768 16.528 19.183
Si 11.013 24.746 19.187
Si 13.725 21.991 19.212
Si 10.948 30.152 19.091
Si 13.684 27.445 19.156
Si 10.97 35.636 18.968
Si 13.629 32.873 19.002
Si 10.962 41.057 19.084
Si 13.676 38.346 19.045
Si 10.94 46.425 19.14
Si 13.663 43.72 19.122
Si 10.872 51.841 19.26
Si 13.6 49.103 19.212
Si 10.89 57.344 19.307
Si 13.595 54.598 19.286
Si 10.887 62.861 19.286
Si 13.598 60.109 19.273
Si 1.267 4.141 20.522
Si 4.051 1.407 20.48
Si 1.404 9.665 20.534
Si 4.141 6.893 20.491
Si 1.449 15.155 20.521
Si 4.198 12.419 20.476
Si 1.456 20.602 20.554
Si 4.177 17.896 20.494
Si 1.376 26.113 20.545
Si 4.179 23.371 20.553
Si 1.326 31.546 20.342
Si 4.141 28.788 20.411
Si 1.39 37.02 20.283
Si 4.138 34.249 20.251
Si 1.344 42.356 20.469
Si 4.09 39.732 20.34
Si 1.307 47.761 20.533
Si 4.073 45.106 20.506
Si 1.272 53.276 20.599
Si 4.015 50.537 20.514
Si 1.283 58.69 20.613
Si 4.037 55.969 20.647
Si 1.236 64.205 20.583
Si 4.019 61.427 20.534
Si 6.834 4.248 20.577
Si 9.571 1.465 20.638
Si 6.91 9.712 20.51
Si 9.599 6.965 20.628
Si 6.9 15.164 20.507
Si 9.67 12.447 20.545
Si 6.889 20.694 20.514
Si 9.691 17.918 20.556
Si 6.897 26.117 20.545
Si 9.651 23.389 20.55
Si 6.862 31.494 20.32
Si 9.642 28.785 20.516
Si 6.846 36.992 20.279
Si 9.618 34.268 20.305
Si 6.862 42.388 20.474
Si 9.549 39.726 20.413
Si 6.828 47.8 20.553
Si 9.599 45.076 20.511
Si 6.767 53.211 20.598
Si 9.504 50.455 20.629
Si 6.803 58.654 20.665
Si 9.527 55.952 20.674
Si 6.813 64.263 20.536
Si 9.533 61.467 20.65
Si 12.226 4.214 20.675
Si 14.95 1.372 20.645
Si 12.325 9.702 20.624
Si 14.999 6.883 20.579
Si 12.429 15.174 20.57
Si 15.12 12.416 20.554
Si 12.371 20.622 20.599
Si 15.151 17.868 20.572
Si 12.351 26.125 20.605
Si 15.099 23.371 20.577
Si 12.277 31.564 20.446
Si 15.026 28.841 20.518
Si 12.279 37 20.389
Si 14.981 34.304 20.285
Si 12.328 42.368 20.513
Si 15.044 39.701 20.429
Si 12.263 47.712 20.602
Si 14.976 45.047 20.562
Si 12.212 53.215 20.647
Si 14.934 50.493 20.566
Si 12.237 58.766 20.658
Si 14.952 56.005 20.629
Si 12.228 64.252 20.67
Si 14.92 61.477 20.677
Si 16.281 65.556 22.008
Si 2.637 2.745 21.814
Si 16.29 5.447 21.935
Si 2.838 8.299 21.812
Si 0.042 11.01 21.927
Si 2.865 13.791 21.841
Si 0.153 16.518 21.964
Si 2.876 19.252 21.913
Si 0.096 21.991 21.912
Si 2.788 24.758 21.88
Si 0 27.503 21.911
Si 2.724 30.184 21.658
Si 16.296 32.93 21.616
Si 2.85 35.709 21.541
Si 0.08 38.361 21.718
Si 2.735 41.002 21.809
Si 16.358 43.654 21.885
Si 2.667 46.405 21.917
Si 16.297 49.096 21.874
Si 2.623 51.858 21.906
Si 16.303 54.642 21.998
Si 2.645 57.344 22.013
Si 16.288 60.038 21.982
Si 2.594 62.758 21.843
Si 5.498 0.133 21.808
Si 8.235 2.942 21.944
Si 5.45 5.597 21.958
Si 8.233 8.395 21.95
Si 5.621 11.145 21.864
Si 8.31 13.852 21.866
Si 5.529 16.529 21.854
Si 8.293 19.344 21.826
Si 5.583 22.055 21.96
Si 8.332 24.803 21.919
Si 5.518 27.53 21.891
Si 8.206 30.189 21.749
Si 5.459 32.856 21.602
Si 8.22 35.623 21.593
Si 5.535 38.416 21.611
Si 8.235 41.057 21.878
Si 5.497 43.776 21.829
Si 8.259 46.443 21.895
Si 5.403 49.199 21.853
Si 8.097 51.829 21.984
Si 5.403 54.56 21.987
Si 8.198 57.315 22.097
Si 5.347 60.036 21.909
Si 8.115 62.868 21.92
Si 10.942 0.118 22.041
Si 13.572 2.782 22.006
Si 10.914 5.647 22.121
Si 13.688 8.287 21.965
Si 11.027 11.159 22.005
Si 13.879 13.87 21.948
Si 11.088 16.567 21.948
Si 13.786 19.241 21.941
Si 10.991 22.022 21.962
Si 13.759 24.768 21.979
Si 11.03 27.534 22.035
Si 13.636 30.247 21.865
Si 10.944 33.013 21.788
Si 13.688 35.67 21.715
Si 10.876 38.337 21.753
Si 13.703 41.005 21.899
Si 10.972 43.729 21.893
Si 13.601 46.336 22.023
Si 10.851 49.021 21.992
Si 13.549 51.801 21.974
Si 10.869 54.572 22.062
Si 13.63 57.42 21.997
Si 10.89 60.119 22.084
Si 13.495 62.815 22.082
Si 1.3 1.387 23.266
Si 4.031 4.07 23.155
Si 1.412 6.857 23.022
Si 4.272 9.7 23.13
Si 1.506 12.403 23.182
Si 4.193 15.153 23.282
Si 1.605 17.821 23.306
Si 4.219 20.634 23.301
Si 1.498 23.334 23.292
Si 4.129 26.17 23.269
Si 1.339 29.025 23.137
Si 4.101 31.519 22.995
Si 1.402 34.326 22.695
Si 4.214 37.057 22.94
Si 1.453 39.58 23.222
Si 4.109 42.406 23.124
Si 1.296 44.975 23.284
Si 4.018 47.869 23.205
Si 1.202 50.488 23.226
Si 3.968 53.19 23.34
Si 1.267 56.021 23.415
Si 3.995 58.742 23.355
Si 1.282 61.373 23.34
Si 4.064 64.246 22.88
Si 6.784 1.624 23.214
Si 9.462 4.307 23.492
Si 6.785 7.102 23.328
Si 9.557 9.836 23.352
Si 6.976 12.551 23.287
Si 9.649 15.215 23.246
Si 6.924 17.951 23.116
Si 9.575 20.67 23.336
Si 7.015 23.459 23.298
Si 9.634 26.152 23.403
Si 6.894 28.949 23.289
Si 9.462 31.674 23.043
Si 6.855 34.229 22.875
Si 9.413 37.005 23.067
Si 6.8 39.661 23.146
Si 9.591 42.46 23.283
Si 6.842 45.147 23.226
Si 9.516 47.706 23.474
Si 6.73 50.45 23.355
Si 9.456 53.119 23.402
Si 6.823 55.846 23.438
Si 9.581 58.749 23.514
Si 6.716 61.415 23.21
Si 9.45 64.343 23.237
Si 12.292 1.515 23.543
Si 14.885 4.088 23.45
Si 12.349 7.065 23.494
Si 15.078 9.615 23.34
Si 12.517 12.558 23.33
Si 15.296 15.14 23.428
Si 12.558 17.816 23.376
Si 15.196 20.578 23.303
Si 12.399 23.379 23.356
Si 15.086 26.166 23.4
Si 12.368 29.007 23.451
Si 14.859 31.807 23.164
Si 12.309 34.433 23.175
Si 15.115 37.014 23.036
Si 12.25 39.639 23.183
Si 15.099 42.297 23.375
Si 12.248 44.933 23.476
Si 15.021 47.729 23.315
Si 12.194 50.358 23.366
Si 14.917 53.208 23.293
Si 12.278 56.054 23.322
Si 14.948 58.755 23.491
Si 12.152 61.48 23.576
Si 14.828 64.208 23.424
Si 16.202 2.51 24.748
Si 2.807 65.52 24.305
Si 0.238 8.176 24.492
Si 2.521 5.337 24.389
Si 0.31 13.666 24.74
Si 2.914 11.021 24.42
Si 0.36 19.297 24.578
Si 2.768 16.314 24.803
Si 0.041 24.647 24.681
Si 2.952 22.021 24.711
Si 0.045 30.638 24.348
Si 2.717 27.725 24.524
Si 0.257 35.665 24.158
Si 2.719 33.043 24.035
Si 0.146 40.887 24.713
Si 2.98 38.242 24.518
Si 16.321 46.298 24.67
Si 2.799 43.687 24.607
Si 16.282 51.859 24.622
Si 2.516 49.117 24.557
Si 0.003 57.429 24.886
Si 2.568 54.579 24.707
Si 16.185 62.722 24.641
Si 2.689 60.083 24.845
Si 5.251 2.753 24.644
Si 8.147 0.269 24.468
Si 5.593 8.614 24.734
Si 8.047 5.843 24.82
Si 5.535 13.79 24.678
Si 8.278 11.295 24.826
Si 5.518 19.138 24.564
Si 8.302 16.683 24.517
Si 5.645 24.851 24.597
Si 8.219 22.132 24.848
Si 5.401 30.372 24.606
Si 8.307 27.625 24.734
Si 5.577 35.635 24.142
Si 8.023 32.925 24.409
Si 5.483 41.084 24.453
Si 7.987 38.203 24.578
Si 5.63 46.708 24.495
Si 8.203 43.838 24.661
Si 5.249 51.734 24.733
Si 7.889 48.94 24.745
Si 5.376 57.324 24.619
Si 8.116 54.345 24.921
Si 5.301 62.92 24.269
Si 8.02 60.144 24.719
Si 10.865 2.996 24.898
Si 13.581 65.59 24.999
Si 10.972 8.629 24.773
Si 13.641 5.596 24.931
Si 11.121 14.021 24.615
Si 13.802 11.079 24.75
Si 11.037 19.192 24.541
Si 14.088 16.557 24.907
Si 11.042 24.753 24.804
Si 13.776 21.91 24.69
Si 10.887 30.65 24.527
Si 13.774 27.564 24.894
Si 10.742 35.685 24.423
Si 13.595 33.236 24.747
Si 10.9 41.006 24.625
Si 13.719 38.268 24.456
Si 10.868 46.278 24.986
Si 13.687 43.538 24.882
Si 10.638 51.562 24.716
Si 13.61 49.005 24.73
Si 11.007 57.263 24.87
Si 13.6 54.648 24.687
Si 10.608 62.971 24.731
Si 13.582 60.076 24.999
Si 1.077 4.158 25.77
Si 4.374 0.88 25.78
Si 1.719 9.554 25.725
Si 4.115 7.459 26.125
Si 1.874 14.527 26.364
Si 4.193 12.345 25.891
Si 1.281 20.952 26.04
Si 4.527 17.409 25.78
Si 1.665 25.499 26.139
Si 4.252 23.595 25.997
Si 1.167 32.293 25.576
Si 4.144 28.869 25.933
Si 1.936 36.467 25.679
Si 4.09 34.356 25.301
Si 1.867 41.917 26.002
Si 4.176 39.798 25.877
Si 1.511 47.475 25.944
Si 3.897 45.534 25.526
Si 1.281 53.079 26.033
Si 3.474 50.684 25.995
Si 1.012 59.005 26.333
Si 4.27 55.723 25.886
Si 1.529 63.971 25.418
Si 3.834 61.929 25.775
Si 6.341 5.225 26.452
Si 9.473 1.482 26.065
Si 6.632 10.24 26.232
Si 9.583 7.184 26.004
Si 6.519 16.171 25.976
Si 10.169 12.327 25.931
Si 6.95 19.964 26.225
Si 9.467 18.162 25.899
Si 6.464 26.615 25.94
Si 9.936 23.1 26.172
Si 6.281 32.163 25.881
Si 9.764 29.173 25.926
Si 6.966 36.309 25.912
Si 9.4 34.287 25.647
Si 6.721 42.517 25.853
Si 9.428 39.554 25.779
Si 5.168 44.992 27.25
Si 9.362 44.896 26.507
Si 6.254 53.208 26.282
Si 9.27 50.308 26.229
Si 7.054 58.293 25.939
Si 9.379 55.984 26.123
Si 6.643 64.428 25.407
Si 8.73 62.071 25.935
Si 11.798 4.746 26.371
Si 15.636 0.6 26.244
Si 11.777 10.6 25.976
Si 15.599 6.607 25.918
Si 12.383 15.457 26.154
Si 15.756 11.869 25.916
Si 12.12 20.708 25.928
Si 15.601 18.124 26.189
Si 12.499 25.946 26.205
Si 15.288 23.138 26.025
Si 11.765 32.25 26.072
Si 15.717 29.745 26.328
Si 11.459 37.155 26.08
Si 15.467 34.505 25.748
Si 12.627 41.758 26.194
Si 14.936 39.58 25.907
Si 12.549 47.451 26.16
Si 14.832 45.216 26.181
Si 12.095 52.721 26.097
Si 14.665 50.769 25.919
Si 12.718 58.264 26.323
Si 15.274 56.284 26.634
Si 11.566 64.678 26.041
Si 15.166 61.294 26.369
Si 2.672 2.381 27.957
Si 3.492 3.844 30.376
Si 5.809 7.694 32.932
Si 15.53 11.525 28.617
Si 8.205 9.387 27.903
Si 1.979 19.871 31.809
Si 12.79 25.32 33.238
Si 4.031 23.39 29.05
Si 1.815 25.406 28.454
Si 2.008 30.273 27.665
Si 13.287 34.037 29.697
Si 16.05 37.026 27.513
Si 0.073 41.121 31.333
Si 5.105 44.685 30.09
Si 15.678 44.214 29.099
Si 5.421 50.431 30.873
Si 0.269 55.043 28.28
Si 1.654 57.982 32.14
Si 10.795 58.615 28.81
Si 14.497 2.249 32.205
Si 8.219 3.546 28.3
Si 3.701 9.592 30.675
Si 6.726 9.658 30.631
Si 5.9 18.057 28.099
Si 11.477 18.181 30.459
Si 5.799 22.686 31.69
Si 12.97 26.422 30.548
Si 10.406 25.288 31.397
Si 9.234 28.731 28.844
Si 6.835 29.418 30.043
Si 7.835 34.59 30.081
Si 5.653 36.312 28.782
Si 5.757 39.32 28.673
Si 4.422 41.726 30.438
Si 7.374 46.196 28.706
Si 3.222 50.248 28.917
Si 8.496 54.016 30.81
Si 3.414 55.608 28.766
Si 7.725 58.666 28.76
Si 5.168 62.23 28.501
Si 8.05 61.569 28.877
Si 10.15 65.492 30.793
Si 10.944 4.979 29.1
Si 10.155 4.66 32.125
Si 15.292 11.135 31.454
Si 9.689 12.98 33.604
Si 10.919 10.476 28.854
Si 13.935 19.865 28.023
Si 11.523 21.096 30.993
Si 15.297 21.771 29.899
Si 11.773 28.089 27.811
Si 14.136 28.783 29.504
Si 12.172 36.418 28.949
Si 10.7 34.781 30.816
Si 10.663 33.159 34.621
Si 10.575 42.51 28.316
Si 1.165 48.108 29.067
Si 8.172 48.955 30.172
Si 13.958 50.771 28.782
Si 4.751 52.707 29.042
Si 10.635 55.586 29.12
Si 10.625 61.486 30.274
Si 15.238 61.491 29.546
Si 15.74 64.214 31.087
Si 3.264 6.713 31.321
Si 1.457 5.496 33.498
Si 10.854 14.255 28.246
Si 1.514 11.646 30.358
Si 5.641 14.779 32.39
Si 0.363 16.344 28.537
Si 9.691 19.394 32.618
Si 5.762 27.081 31.432
Si 6.241 32.126 28.945
Si 15.963 32.683 32.242
Si 8.681 35.952 32.461
Si 14.767 36.59 30.145
Si 15.077 38.64 32.394
Si 1.493 42.29 29.124
Si 4.388 41.396 33.567
Si 2.754 46.471 31.298
Si 2.445 52.631 34.356
Si 4.146 56.734 31.505
Si 11.222 61.931 33.273
Si 2.848 63.73 29.353
Si 3.188 60.986 30.206
Si 3.152 0.884 33.627
Si 12.091 7.852 29.507
Si 8.793 7.971 36.403
Si 11.376 12.893 30.924
Si 10.471 17.15 27.702
Si 6.623 19.896 32.462
Si 10.714 19.638 35.636
Si 6.925 21.213 35.341
Si 13.365 24.688 27.921
Si 8.318 37.745 34.88
Si 4.088 33.788 29.952
Si 6.193 39.964 35.381
Si 8.402 40.465 27.646
Si 8.49 41.835 34.623
Si 5.823 46.676 35.416
Si 3.115 47.676 34.009
Si 11.976 52.982 28.405
Si 5.162 51.407 33.773
Si 7.172 56.627 31.181
Si 4.406 64.664 31.874
Si 6.334 62.942 33.537
Si 13.181 0.054 30.797
Si 0.661 0.247 28.898
Si 14.77 8.487 28.334
Si 14.482 8.245 31.172
Si 6.517 9.036 38.164
Si 13.684 12.916 33.08
Si 14.701 17.708 32.81
Si 14.264 17.262 29.877
Si 10.755 23.23 29.036
Si 16.346 24.474 30.517
Si 7.011 26.934 28.792
Si 13.745 31.382 28.283
Si 10.236 38.182 32.911
Si 16.298 34.742 33.995
Si 12.384 40.253 31.873
Si 1.453 42.271 33.746
Si 11.45 44.028 30.954
Si 11.635 48.698 27.855
Si 9.616 49.853 32.445
Si 14.897 51.379 31.494
Si 9.138 51.684 28.869
Si 11.732 64.017 28.922
Si 1.024 59.068 29.436
Si 8.235 2.413 31.168
Si 13.983 64.44 36.847
Si 2.96 65.407 36.324
Si 7.066 11.99 32.576
Si 15.886 4.936 37.162
Si 14.42 15.609 34.75
Si 4.634 10.184 33.603
Si 3.979 18.722 38.003
Si 2.207 16.9 31.187
Si 1.654 24.673 33.12
Si 1.853 21.017 29.016
Si 1.747 31.859 30.421
Si 0.439 27.379 30.204
Si 12.88 32.055 36.245
Si 3.043 30.624 33.111
Si 2.095 42.018 37.963
Si 14.851 46.54 34.594
Si 16.062 51.319 34.2
Si 3.324 50.194 35.675
Si 1.858 58.209 37.523
Si 16.103 54.297 31.26
Si 12.852 4.512 33.685
Si 16.162 62.636 36.565
Si 5.319 1.889 32.041
Si 1.889 6.429 36.254
Si 8.217 6.038 33.938
Si 3.482 12.507 34.896
Si 1.285 2.82 32.217
Si 9.836 15.791 34.78
Si 5.16 14.736 35.421
Si 7.618 25.112 32.616
Si 7.641 16.249 36.616
Si 7.761 31.657 38.456
Si 8.562 23.9 35.357
Si 15.142 38.631 37.321
Si 7.559 32.337 34.395
Si 1.134 45.39 33.607
Si 5.237 33.545 35.521
Si 6.217 43.646 34.868
Si 10.747 42.049 36.406
Si 6.271 47.402 38.32
Si 0.106 62.581 33.448
Si 8.174 56.477 36.574
Si 5.736 64.464 36.085
Si 6.674 60.107 34.58
Si 9.284 64.258 33.287
Si 9.687 6.289 38.91
Si 13.886 2.972 35.991
Si 12.144 12.074 35.416
Si 10.918 19.315 38.608
Si 12.247 17.496 34.358
Si 13.239 22.401 33.224
Si 2.521 21.03 36.455
Si 11.417 22.603 35.665
Si 0.327 25.335 35.761
Si 10.724 36.242 35.267
Si 13.659 33.234 33.746
Si 13.841 42.338 30.484
Si 12.525 39.771 37.949
Si 11.915 47.024 30.201
Si 14.909 46.989 30.269
Si 12.422 50.902 32.932
Si 13.306 47.938 32.631
Si 9.637 59.944 35.071
Si 10.485 58.442 37.589
Si 15.726 57.447 35.768
Si 2.388 60.589 33.144
Si 15.028 6.641 33.605
Si 0.76 0.994 38.306
Si 2.723 14.01 32.15
Si 3.913 7.294 38.394
Si 16.158 14.864 37.286
Si 2.653 14.231 37.006
Si 5.359 17.455 31.099
Si 6.951 19.214 37.524
Si 13.781 29.163 37.569
Si 4.99 22.467 37.462
Si 4.152 28.957 37.994
Si 0.978 32.156 34.862
Si 3.67 34.476 37.896
Si 0.541 40.345 35.755
Si 2.012 48.455 37.866
Si 11.006 42.483 33.464
Si 14.455 55.565 33.77
Si 9.542 50.483 35.203
Si 13.975 58.468 33.866
Si 2.098 55.163 32.89
Si 6.632 64.587 38.778
Si 2.731 62.53 37.327
Si 7.775 4.094 38.631
Si 14.322 1.434 38.209
Si 8.393 3.399 35.679
Si 7.905 0.659 36.618
Si 3.405 21.999 33.497
Si 10.556 10.293 37.237
Si 10.243 15.235 37.664
Si 6.745 24.894 37.82
Si 5.817 30.769 36.207
Si 13.208 23.49 36.975
Si 5.202 32.742 32.786
Si 9.353 34.054 38.514
Si 5.152 42.214 37.375
Si 8.143 48.366 36.293
Si 9.275 43.635 38.627
Si 8.148 52.214 33.317
Si 13.407 52.945 34.959
Si 6.334 57.553 38.452
Si 8.223 57.67 33.813
Si 10.202 1.083 35.057
Si 3.897 60.005 35.875
Si 13.479 0.998 34.838
Si 14.692 9.701 38.298
Si 15.636 7.761 36.199
Si 9.295 12.561 38.511
Si 14.083 12.77 37.677
Si 15.526 20.551 32.606
Si 13.836 26.465 35.851
Si 16.159 22.548 37.168
Si 2.087 26.514 37.792
Si 2.735 27.589 32.297
Si 12.234 34.921 37.425
Si 1.188 32.419 37.926
Si 16.327 37.673 34.949
Si 13.757 47.378 37.119
Si 10.999 48.749 36.995
Si 8.058 54.431 38.762
Si 16.05 48.786 35.975
Si 13.189 58.774 36.687
Si 13.003 53.671 38.087
Si 13.684 61.704 37.604
Si 13.999 61.04 32.262
O 1.413 63.927 0.088
O 13.913 65.12 35.365
O 1.646 2.136 39.065
O 15.83 1.518 37.494
O 0.93 5.809 0.269
O 1.074 5.139 36.844
O 5.809 11.259 33.292
O 2.814 8.292 39.045
O 16.187 9.677 38.939
O 0.543 11.666 0.137
O 1.243 14.936 36.661
O 2.741 14.097 38.625
O 16.173 15.703 38.684
O 15.216 15.467 36.127
O 7.113 17.64 37.205
O 3.42 19.113 39.451
O 16.093 22.389 38.785
O 1.272 20.551 39.734
O 3.949 23.316 39.934
O 2.523 25.209 38.689
O 1.676 26.109 36.259
O 0.763 27.146 38.486
O 15.305 27.358 0.156
O 1.892 31.185 38.723
O 14.229 30.542 0.132
O 2.149 34.817 0.138
O 4.583 34.64 36.524
O 0.655 31.814 36.442
O 15.909 38.468 38.759
O 2.376 41.025 39.201
O 3.533 42.504 37.349
O 15.385 44.896 39.344
O 1.036 43.175 38.547
O 4.122 44.993 39.513
O 2.614 47.091 38.577
O 1.163 49.229 39.029
O 0.933 48.093 36.69
O 9.208 51.982 34.586
O 1.554 52.972 39.791
O 15.977 55.054 39.406
O 13.398 54.392 34.188
O 13.796 59.458 32.605
O 2.48 57.163 38.652
O 14.134 59.125 1.238
O 1.049 59.364 38.402
O 2.903 63.778 36.284
O 3.169 62.717 38.884
O 3.263 3.355 0.386
O 4.013 0.897 39.842
O 7.427 0.282 38.133
O 8.276 2.637 39.131
O 6.21 4.368 39.039
O 4.341 6.202 39.526
O 8.305 4.228 37.089
O 7.466 8.638 39.415
O 5.918 10.5 38.638
O 4.196 12.218 39.691
O 6.311 15.215 39.431
O 6.45 15.186 36.292
O 4.496 17.151 38.44
O 3.068 21.246 34.915
O 10.683 15.329 36.099
O 7.628 19.631 38.938
O 5.622 21.799 38.837
O 3.391 22.1 37.37
O 7.421 24.423 39.207
O 9.551 23.109 39.738
O 5.283 28.56 39.114
O 6.332 26.437 38.219
O 9.875 28.261 39.693
O 8.749 30.486 38.994
O 4.643 33.753 39.005
O 6.873 32.284 39.667
O 6.631 37.275 39.643
O 8.331 35.301 38.797
O 3.215 35.984 38.393
O 4.457 39.39 39.704
O 8.485 42.283 39.162
O 10.314 43.243 37.421
O 5.703 40.721 36.79
O 5.585 42.612 38.909
O 8.863 46.905 40.175
O 8.168 44.837 38.408
O 7.481 48.349 37.758
O 5.281 48.555 38.97
O 8.104 52.764 38.869
O 5.041 53.9 0.018
O 3.137 49.426 37.117
O 2.224 54.277 34.282
O 7.757 57.453 39.302
O 12.965 58.945 35.067
O 5.834 60.954 0.361
O 5.59 58.982 38.798
O 7.734 63.58 39.445
O 5.519 59.856 35.713
O 11.982 64.279 39.955
O 13.064 63.061 36.853
O 14.322 1.743 39.793
O 12.529 3.738 40.129
O 11.099 5.487 38.978
O 14.891 6.672 40.001
O 13.64 8.863 39.237
O 13.097 13.01 36.377
O 11.059 10.006 38.781
O 13.462 13.639 38.89
O 12.178 14.931 0.459
O 10.413 13.682 38.12
O 7.83 13.228 38.689
O 14.696 17.669 39.596
O 13.105 16.437 35.226
O 10.378 18.919 37.092
O 10.786 20.908 39.019
O 14.237 25.079 40.213
O 14.549 22.515 36.701
O 13.379 25.113 36.64
O 11.728 25.984 39.635
O 15.302 28.992 38.206
O 12.725 29.03 38.806
O 11.803 31.387 39.692
O 9.839 33.39 39.917
O 15.069 34.185 39.471
O 13.015 35.62 38.673
O 11.489 38.799 38.766
O 10.227 34.684 35.032
O 13.58 40.569 38.919
O 12.265 42.537 39.849
O 10.257 44.318 39.735
O 9.701 47.864 36.486
O 13.611 46.789 38.629
O 11.163 48.927 38.604
O 9.546 50.697 39.629
O 13.833 52.489 38.852
O 15.335 50.548 39.653
O 11.503 53.705 38.768
O 9.4 55.073 39.501
O 9.486 57.218 37.213
O 13.651 55.169 38.361
O 10.497 59.103 39.086
O 9.367 61.482 39.806
O 13.717 62.151 39.174
O 15.146 61.415 36.932
O 13.712 3.607 32.629
O 1.918 3.402 26.953
O 3.577 1.302 27.157
O 5.586 65.424 26.292
O 2.926 8.646 26.612
O 0.583 10.731 26.274
O 5.373 6.533 26.895
O 7.595 9.098 29.394
O 3.057 13.361 26.721
O 1.085 15.079 27.745
O 3.165 6.25 25.619
O 5.309 11.327 26.658
O 0.125 22.085 26.432
O 1.856 20.381 27.508
O 4.4 17.83 27.432
O 6.321 14.523 26.028
O 3.158 24.827 25.963
O 1.685 27.08 25.679
O 5.026 23.219 30.344
O 4.738 23.26 27.566
O 2.082 31.629 26.769
O 0.157 33.373 26.363
O 8.635 27.191 28.963
O 6.404 28.479 28.75
O 1.223 36.975 27.08
O 15.475 38.497 27.052
O 5.121 33.341 26.154
O 3.041 35.308 26.225
O 1.352 42.353 27.509
O 1.176 41.982 32.169
O 5.043 39.315 27.2
O 3.016 40.811 26.468
O 1.018 47.86 27.47
O 3.774 49.841 27.415
O 4.356 44.662 28.636
O 5.939 43.62 26.806
O 0.516 53.644 27.397
O 2.39 51.885 26.406
O 7.93 47.601 29.306
O 2.784 46.504 26.273
O 0.127 60.387 26.471
O 0.875 57.972 30.677
O 3.853 56.314 27.367
O 3.857 56.651 29.919
O 0.505 65.157 26.04
O 14.2 64.591 31.514
O 4.827 61.535 27.062
O 2.598 62.973 26.305
O 3.087 8.087 30.443
O 7.056 4.542 27.754
O 8.624 2.299 27.281
O 10.519 0.274 26.596
O 5.296 8.763 34.085
O 10.704 6.001 26.435
O 8.838 7.962 27.296
O 6.883 16.859 27.472
O 9.964 15.618 28.051
O 5.544 3.979 25.744
O 10.261 12.789 32.099
O 6.457 20.403 34.007
O 6.37 19.592 27.715
O 7.034 21.589 25.946
O 8.506 19.473 26.244
O 11.215 25.037 32.827
O 11.453 26.527 27.452
O 12.623 22.091 31.724
O 9.664 23.421 27.817
O 6.755 31.763 27.442
O 8.473 29.634 29.984
O 11.333 28.816 26.423
O 8.934 29.397 27.361
O 4.456 35.328 29.439
O 5.827 36.443 27.143
O 10.51 33.308 26.503
O 8.241 35.299 26.406
O 7.419 41.607 27.027
O 4.914 40.03 34.345
O 13.046 37.301 25.665
O 10.772 38.623 26.025
O 6.182 46.269 27.586
O 4.193 49.677 30.102
O 10.1 43.575 27.164
O 8.639 45.551 27.869
O 5.428 54.623 26.248
O 8.28 52.787 29.741
O 8.7 51.523 27.278
O 8.956 50.166 29.425
O 6.669 58.646 27.516
O 7.554 60.123 29.458
O 8.135 57.072 26.144
O 11.905 54.561 28.912
O 7.663 63.348 26.212
O 9.155 62.105 29.926
O 8.868 61.433 27.461
O 12.039 4.342 28.017
O 9.127 3.406 32.089
O 15.766 0.585 27.925
O 9.233 1.206 30.739
O 12.947 7.728 30.908
O 12.03 10.542 27.644
O 0.142 5.348 26.478
O 15.47 7.532 27.26
O 11.894 16.912 26.846
O 15.094 12.265 32.606
O 15.172 12.496 27.365
O 9.435 10.481 28.142
O 11.052 21.897 26.261
O 12.436 20.009 27.405
O 15.198 16.126 29.103
O 14.853 19.513 26.712
O 14.897 28.403 25.872
O 13.639 25.689 29.237
O 12.221 23.661 28.472
O 14.705 23.835 27.442
O 12.311 31.551 27.494
O 14.821 30.855 27.174
O 0.661 29.438 27.228
O 0.696 24.378 29.082
O 11.339 36.984 27.714
O 9.289 37.353 31.845
O 15.249 35.718 26.883
O 11.967 33.722 30.675
O 12.027 42.046 27.715
O 13.823 40.642 26.562
O 6.694 47.822 25.245
O 10.381 49.414 27.068
O 13.73 46.342 26.656
O 4.1 45.548 31.06
O 13.587 52.023 25.921
O 12.177 54.252 25.471
O 15.005 50.539 27.54
O 12.659 49.81 28.51
O 11.07 57.134 29.51
O 11.876 58.841 27.622
O 14.659 54.914 25.928
O 13.966 57.328 26.943
O 11.88 63.715 27.348
O 0.961 58.409 27.931
O 14.742 61.642 27.979
O 1.592 1.583 28.888
O 16.265 5.612 33.828
O 3.631 5.465 30.342
O 3.663 3.28 28.873
O 1.984 3.441 30.884
O 10.059 13.028 27.49
O 0.699 11.866 28.967
O 15.094 10.047 28.065
O 7.333 11.087 31.218
O 8.347 12.038 33.612
O 1.323 16.782 29.803
O 14.735 11.754 30.033
O 0.399 21.626 29.355
O 14.274 21.299 28.722
O 8.874 25.721 31.743
O 3.263 24.847 29.064
O 15.742 28.469 29.643
O 3.377 29.42 27.322
O 6.086 30.834 29.932
O 1.896 30.773 29.221
O 14.394 35.01 30.434
O 12.672 34.929 28.466
O 16.02 36.839 29.141
O 15.128 37.239 31.583
O 5.3 42.737 33.85
O 1.48 43.865 34.064
O 4.27 41.143 31.959
O 2.897 41.659 34.153
O 0.761 43.694 29.566
O 2.18 47.095 29.893
O 3.331 51.877 28.955
O 15.9 54.878 29.738
O 1.803 55.467 28.691
O 1.298 59.395 32.866
O 3.296 58.026 32.019
O 2.544 59.642 29.587
O 13.862 1.553 30.854
O 1.71 64.61 28.582
O 2.27 62.219 29.624
O 9.51 4.5 28.53
O 4.682 3.173 31.27
O 7.128 65.2 35.661
O 1.91 6.319 32.159
O 6.672 8.534 31.824
O 4.511 6.938 32.33
O 5.978 17.959 29.7
O 10.319 20.803 32.065
O 10.446 18.185 31.756
O 12.197 19.661 30.562
O 6.39 21.171 31.455
O 2.959 22.178 29.153
O 11.326 26.382 30.594
O 15.161 23.32 30.488
O 6.255 26.259 30.083
O 6.395 28.607 31.395
O 5.237 27.679 26.302
O 6.803 26.028 27.468
O 4.754 32.774 28.867
O 7.543 35.164 31.604
O 7.994 36.423 33.89
O 9.442 34.412 29.823
O 5.444 37.844 29.348
O 7.123 35.716 29.164
O 7.27 40.811 34.513
O 5.175 40.548 29.591
O 0.606 41.065 29.788
O 6.702 49.5 30.555
O 6.638 45.327 29.944
O 5.96 45.233 34.669
O 4.583 47.41 34.665
O 5.514 51.996 30.344
O 5.221 50.406 32.487
O 3.852 52.383 33.533
O 3.617 55.422 32.331
O 8.58 53.484 32.376
O 8.351 50.895 32.367
O 4.711 61.198 29.69
O 6.746 62.534 28.757
O 5.08 0.44 31.302
O 4.291 63.616 28.577
O 14.036 61.14 30.626
O 11.659 0.143 31.444
O 10.966 4.622 30.702
O 11.196 6.575 29.139
O 13.178 8.121 28.314
O 15.368 8.17 29.812
O 10.706 12.621 34.834
O 8.523 5.283 39.452
O 13.002 11.791 34.056
O 12.778 13.174 31.739
O 11.309 11.549 30.016
O 0.741 20.704 32.516
O 14.244 18.597 28.972
O 15.097 17.501 31.26
O 10.918 21.71 29.612
O 13.379 27.995 30.696
O 12.677 17.022 30.292
O 10.85 28.666 29.035
O 8.217 24.863 34.099
O 13.366 28.294 28.12
O 13.81 30.367 29.571
O 14.066 32.794 29.033
O 13.462 37.31 29.427
O 10.012 34.924 32.313
O 11.288 32.104 35.745
O 11.085 39.253 32.017
O 7.227 33.134 29.75
O 10.698 43.135 29.82
O 9.551 41.249 28.517
O 16.056 47.922 29.617
O 11.003 47.824 29.117
O 9.138 48.623 31.476
O 1.737 49.641 29.231
O 14.787 50.434 30.164
O 13.371 52.292 28.944
O 10.69 52.154 29.018
O 5.713 56.954 31.804
O 9.267 58.529 28.233
O 9.781 54.929 30.366
O 9.788 55.602 27.709
O 10.895 59.953 29.754
O 11.722 62.575 29.718
O 12.983 65.021 29.302
O 15.817 62.943 30.055
O 16.368 0.06 39.367
O 2.336 6.111 34.718
O 8.729 7.202 34.969
O 0.882 7.739 36.311
O 1.679 3.884 33.398
O 2.728 13.293 33.641
O 3.632 10.894 34.68
O 11.068 14.083 29.86
O 2.765 10.699 29.973
O 3.792 17.089 30.857
O 10.589 18.016 29.091
O 6.142 16.093 31.567
O 1.832 18.246 32.098
O 2.12 19.899 30.176
O 8.117 19.292 32.24
O 5.568 18.675 32.177
O 4.879 22.605 33.057
O 0.983 24.162 31.731
O 6.411 26.235 32.675
O 4.141 27.25 31.512
O 2.339 31.134 31.743
O 4.781 33.507 31.416
O 6.947 30.888 34.98
O 9.198 32.457 34.202
O 14.303 32.702 32.313
O 11.276 36.23 30.306
O 15.21 38.327 33.967
O 16.294 39.598 31.88
O 12.011 33.423 33.623
O 1.552 45.598 32.025
O 3.012 42.106 29.694
O 15.649 44.739 27.551
O 2.041 46.488 34.44
O 2.675 49.178 34.521
O 1.036 52.066 33.757
O 6.582 52.253 33.83
O 1.269 54.357 31.735
O 9.321 64.415 31.674
O 15.434 61.519 32.856
O 1.585 61.935 33.53
O 10.373 64.859 29.306
O 2.461 0.753 35.091
O 16.081 2.604 32.026
O 1.995 1.409 32.606
O 3.606 64.972 33.261
O 3.35 60.158 34.354
O 9.543 0.51 36.47
O 11.303 4.56 33.256
O 4.522 1.809 33.493
O 3.729 9.887 32.284
O 6.73 6.505 33.502
O 4.997 13.12 35.169
O 5.193 9.82 30.073
O 11.037 9.063 29.651
O 12.335 14.435 27.51
O 8.467 16.554 35.233
O 3.215 20.773 32.401
O 12.117 18.912 35.157
O 7.034 23.719 31.99
O 7.982 22.403 35.015
O 13.566 25.754 31.89
O 10.284 24.025 30.386
O 6.838 32.551 32.919
O 6.898 33.511 35.385
O 16.377 31.787 33.582
O 9.156 38.85 33.97
O 2.512 33.305 30.088
O 6.963 38.473 35.531
O 9.314 41.38 35.961
O 10.902 43.797 32.483
O 12.159 41.455 32.951
O 5.272 43.13 30.583
O 7.393 39.496 28.533
O 5.539 46.643 37.037
O 10.776 50.243 36.27
O 3.19 47.649 32.366
O 7.261 47.471 35.239
O 7.426 57.503 29.845
O 5.828 52.567 27.795
O 4.256 54.25 29.138
O 4.593 0.027 36.332
O 8.281 56.982 32.337
O 14.605 57.95 36.895
O 5.504 63.397 34.881
O 3.232 64.281 30.836
O 5.55 63.535 32.212
O 10.748 60.931 34.446
O 13.596 65.6 37.917
O 3.265 60.935 31.824
O 14.193 1.133 33.367
O 13.556 5.977 33.723
O 0.13 63.89 32.481
O 14.896 9.037 36.837
O 14.482 9.76 31.801
O 15.247 7.219 32.129
O 9.224 5.936 32.632
O 10.022 9.03 36.374
O 14.146 11.21 38.096
O 15.314 16.505 33.711
O 13.97 14.272 33.923
O 15.276 19.125 33.334
O 12.516 18.982 38.856
O 15.009 20.664 31.072
O 0.186 17.494 27.372
O 14.688 21.665 33.454
O 10.774 21.177 36.159
O 15.985 26.074 30.733
O 1.417 27.975 31.384
O 15.463 26.367 35.727
O 12.037 22.013 34.24
O 2.335 31.321 34.425
O 13.023 33.5 37.063
O 9.435 37.085 35.929
O 11.102 37.106 33.879
O 1.062 38.867 35.174
O 0.914 33.811 34.894
O 13.639 39.329 32.235
O 12.783 41.04 30.455
O 11.737 40.874 36.983
O 15.913 45.511 33.896
O 14.604 42.948 29.161
O 11.277 45.558 30.465
O 14.375 46.193 36.13
O 15.356 45.419 30.172
O 11.006 50.676 32.129
O 13.088 49.429 33.282
O 13.362 51.746 31.912
O 15.708 52.73 31.18
O 6.916 58.667 33.834
O 7.221 55.043 30.781
O 0.036 65.51 30.376
O 10.6 61.374 31.888
O 0.789 57.494 36.472
O 10.614 63.387 33.702
O 6.941 2.053 32.111
O 7.696 3.013 29.755
O 12.822 3.947 35.216
O 3.628 61.327 36.753
O 1.914 0.186 37.491
O 15.29 3.823 36.132
O 0.497 10.846 31.376
O 15.111 6.36 36.869
O 3.267 6.622 37.066
O 9.368 14.565 33.821
O 15.614 13.32 37.457
O 4.284 14.176 31.709
O 2.639 12.753 36.273
O 5.314 15.35 33.907
O 7.613 20.131 36.352
O 2.563 23.399 33.547
O 2.859 19.445 36.929
O 0.187 24.066 36.764
O 2.394 26.15 33.044
O 9.768 19.437 34.279
O 2.025 15.509 32.078
O 3 28.97 33.188
O 4.563 31.235 32.992
O 3.286 27.602 37.658
O 1.484 26.92 29.034
O 0.139 34.219 32.449
O 2.334 33.583 37.612
O 0.167 32.153 30.817
O 15.573 40.03 36.567
O 1.521 41.082 36.788
O 15.638 37.357 36.394
O 3.771 50.767 39.787
O 13.443 46.78 33.779
O 15.576 50.621 32.789
O 16.337 50.295 35.44
O 2.626 51.708 35.727
O 4.87 50.532 35.149
O 15.658 47.963 34.623
O 12.845 61.928 33.029
O 13.635 56.939 33.389
O 15.239 55.075 32.419
O 14.934 52.36 34.773
O 5.92 63.74 37.547
O 15.523 63.993 37.213
O 3.105 58.77 36.604
O 1.145 62.191 37.242
O 9.451 0.163 33.908
O 7.883 63.474 33.607
O 1.984 13.04 31.065
O 5.258 8.055 37.918
O 7.41 2.118 36.019
O 9.763 2.683 35.087
O 3.81 15.154 36.264
O 6.739 13.573 32.283
O 8.011 4.55 34.59
O 7.44 8.819 36.81
O 5.343 19.445 37.513
O 11.092 16.181 38.67
O 8.656 15.636 37.731
O 5.37 24.066 37.468
O 5.654 21.874 36.094
O 9.914 18.482 39.646
O 4.806 32.05 36.057
O 4.849 29.475 36.545
O 7.851 24.641 36.637
O 10.186 23.715 35.561
O 14.65 34.507 34.221
O 0.397 36.269 34.272
O 8.593 32.848 37.695
O 6.713 30.885 37.53
O 5.827 43.313 36.401
O 0.298 41.436 34.556
O 4.662 33.729 33.994
O 9.524 41.788 33.366
O 7.818 43.338 34.654
O 11.359 42.777 35.044
O 13.029 43.632 31.047
O 8.143 49.948 35.852
O 9.835 49.389 33.99
O 6.802 57.348 36.907
O 1.337 56.637 33.045
O 5.398 56.325 39.032
O 8.198 56.467 34.933
O 9.998 0.866 40.032
O 16.161 62.961 34.977
O 10.149 59.668 36.579
O 6.274 61.302 33.523
O 13.394 2.605 37.513
O 11.804 0.97 34.832
O 9.231 6.839 37.471
O 9.754 7.46 40.037
O 15.166 7.872 34.645
O 15.73 4.535 38.738
O 9.347 11.401 37.359
O 11.816 10.773 36.321
O 10.816 16.807 33.987
O 13.069 17.749 32.967
O 9.694 11.942 39.967
O 12.75 23.591 38.559
O 0.905 21.473 36.571
O 13.501 27.93 36.514
O 13.03 26.425 34.411
O 13.553 23.946 33.639
O 0.487 24.824 34.232
O 10.69 34.576 37.79
O 12.063 36.043 36.211
O 13.397 30.669 36.963
O 13.841 32.115 34.926
O 15.043 41.895 31.502
O 9.419 39.884 39.729
O 12.331 47.93 36.537
O 13.426 47.02 29.556
O 13.513 38.696 37.212
O 11.995 47.729 31.678
O 8.058 54.962 37.185
O 12.356 51.848 34.286
O 14.794 48.662 37.033
O 14.67 47.661 31.748
O 9.542 58.596 34.126
O 11.995 57.864 37.315
O 15.397 55.959 35.097
O 12.982 53.242 36.507
O 12.997 60.24 37.422
O 8.12 60.565 35.219
O 15.504 58.492 34.5
O 16.338 60.276 29.631
Si 0.051 65.426 5.636
Si 2.796 2.634 5.634
Si 0.077 5.354 5.674
Si 2.778 8.179 5.601
Si 0.019 10.93 5.524
Si 2.699 13.707 5.513
Si 16.369 16.413 5.464
Si 2.646 19.159 5.387
Si 16.314 21.916 5.377
Si 2.653 24.714 5.363
Si 0.019 27.363 5.304
Si 2.766 30.046 5.329
Si 0.047 32.767 5.378
Si 2.73 35.479 5.395
Si 0.001 38.265 5.369
Si 2.747 41.018 5.405
Si 0.069 43.718 5.413
Si 2.789 46.418 5.447
Si 0.017 49.129 5.48
Si 2.807 51.858 5.523
Si 0.013 54.588 5.522
Si 2.676 57.303 5.61
Si 16.38 59.947 5.534
Si 2.704 62.692 5.641
Si 5.459 65.498 5.729
Si 8.197 2.624 5.715
Si 5.507 5.392 5.598
Si 8.195 8.166 5.537
Si 5.457 10.944 5.52
Si 8.14 13.71 5.521
Si 5.367 16.44 5.445
Si 8.146 19.096 5.51
Si 5.357 21.891 5.461
Si 8.136 24.586 5.511
Si 5.385 27.381 5.379
Si 8.135 30.075 5.399
Si 5.447 32.777 5.349
Si 8.218 35.555 5.354
Si 5.497 38.295 5.437
Si 8.233 41.031 5.476
Si 5.468 43.774 5.441
Si 8.259 46.476 5.373
Si 5.524 49.151 5.428
Si 8.284 51.819 5.464
Si 5.54 54.534 5.606
Si 8.234 57.282 5.558
Si 5.433 60.014 5.665
Si 8.19 62.752 5.75
Si 10.947 65.456 5.699
Si 13.726 2.615 5.69
Si 10.936 5.408 5.674
Si 13.681 8.165 5.659
Si 10.913 10.914 5.528
Si 13.642 13.64 5.464
Si 10.872 16.373 5.462
Si 13.611 19.157 5.464
Si 10.916 21.84 5.491
Si 13.669 24.58 5.398
Si 10.919 27.264 5.502
Si 13.742 30.043 5.379
Si 10.941 32.832 5.358
Si 13.663 35.54 5.371
Si 11.009 38.225 5.435
Si 13.776 40.988 5.406
Si 11.003 43.805 5.371
Si 13.739 46.46 5.38
Si 10.972 49.148 5.409
Si 13.697 51.831 5.492
Si 10.982 54.563 5.518
Si 13.68 57.276 5.507
Si 10.976 59.948 5.593
Si 13.728 62.646 5.61
Si 1.403 1.248 6.986
Si 4.136 4.04 6.991
Si 1.412 6.803 6.976
Si 4.127 9.58 6.936
Si 1.364 12.318 6.89
Si 4.067 15.071 6.866
Si 1.334 17.793 6.814
Si 4.004 20.511 6.803
Si 1.315 23.287 6.732
Si 4.047 26.013 6.767
Si 1.382 28.704 6.717
Si 4.092 31.421 6.734
Si 1.373 34.139 6.77
Si 4.107 36.884 6.739
Si 1.378 39.633 6.749
Si 4.106 42.388 6.787
Si 1.41 45.076 6.805
Si 4.137 47.811 6.806
Si 1.385 50.506 6.846
Si 4.134 53.204 6.936
Si 1.326 55.937 6.956
Si 4.049 58.653 6.996
Si 1.313 61.326 6.964
Si 4.057 64.102 7.017
Si 6.825 1.271 7.072
Si 9.569 4.034 7.03
Si 6.851 6.803 6.949
Si 9.557 9.547 6.915
Si 6.812 12.316 6.892
Si 9.527 15.051 6.881
Si 6.759 17.758 6.854
Si 9.535 20.48 6.848
Si 6.763 23.215 6.838
Si 9.531 25.936 6.855
Si 6.775 28.712 6.767
Si 9.557 31.449 6.721
Si 6.835 34.163 6.706
Si 9.592 36.885 6.763
Si 6.852 39.661 6.808
Si 9.636 42.423 6.762
Si 6.874 45.135 6.769
Si 9.601 47.814 6.793
Si 6.877 50.5 6.834
Si 9.597 53.21 6.874
Si 6.872 55.935 6.951
Si 9.573 58.638 6.965
Si 6.794 61.378 7.044
Si 9.571 64.124 7.074
Si 12.317 1.257 7.022
Si 15.081 4.013 7.032
Si 12.303 6.802 7.009
Si 15.066 9.577 6.944
Si 12.295 12.29 6.881
Si 15.006 15.037 6.831
Si 12.258 17.762 6.82
Si 14.998 20.538 6.799
Si 12.305 23.233 6.809
Si 15.054 25.989 6.717
Si 12.332 28.694 6.758
Si 15.075 31.424 6.756
Si 12.304 34.178 6.749
Si 15.034 36.908 6.741
Si 12.363 39.642 6.761
Si 15.1 42.369 6.783
Si 12.356 45.133 6.771
Si 15.045 47.792 6.831
Si 12.294 50.506 6.838
Si 15.047 53.21 6.873
Si 12.321 55.934 6.904
Si 15.014 58.627 6.929
Si 12.315 61.339 6.982
Si 15.049 64.081 6.986
Si 0.042 2.63 8.364
Si 2.734 65.504 8.384
Si 0.025 8.194 8.308
Si 2.766 5.429 8.344
Si 16.385 13.695 8.232
Si 2.738 10.958 8.274
Si 16.377 19.176 8.173
Si 2.703 16.448 8.216
Si 16.386 24.638 8.135
Si 2.668 21.92 8.145
Si 0.032 30.062 8.117
Si 2.708 27.366 8.147
Si 0.003 35.535 8.105
Si 2.746 32.785 8.124
Si 0.044 41.003 8.147
Si 2.749 38.264 8.109
Si 0.031 46.439 8.175
Si 2.764 43.736 8.181
Si 0.024 51.866 8.235
Si 2.763 49.154 8.2
Si 16.377 57.299 8.329
Si 2.74 54.581 8.283
Si 0.003 62.732 8.359
Si 2.698 60.021 8.366
Si 5.467 2.676 8.393
Si 8.203 65.516 8.413
Si 5.483 8.196 8.302
Si 8.2 5.441 8.35
Si 5.446 13.703 8.242
Si 8.194 10.949 8.26
Si 5.407 19.17 8.188
Si 8.16 16.426 8.234
Si 5.412 24.635 8.152
Si 8.169 21.87 8.192
Si 5.44 30.083 8.139
Si 8.159 27.353 8.146
Si 5.485 35.529 8.101
Si 8.2 32.812 8.098
Si 5.477 41.027 8.149
Si 8.233 38.273 8.126
Si 5.51 46.469 8.174
Si 8.239 43.763 8.131
Si 5.517 51.842 8.257
Si 8.241 49.155 8.201
Si 5.47 57.295 8.314
Si 8.24 54.564 8.284
Si 5.438 62.765 8.392
Si 8.207 60.013 8.351
Si 10.951 2.659 8.37
Si 13.691 65.483 8.356
Si 10.924 8.201 8.318
Si 13.692 5.423 8.346
Si 10.927 13.687 8.232
Si 13.673 10.951 8.275
Si 10.918 19.135 8.21
Si 13.651 16.422 8.198
Si 10.936 24.59 8.185
Si 13.66 21.889 8.193
Si 10.939 30.078 8.091
Si 13.694 27.333 8.125
Si 10.948 35.53 8.133
Si 13.685 32.802 8.098
Si 10.985 41.026 8.111
Si 13.699 38.275 8.135
Si 10.974 46.467 8.161
Si 13.71 43.743 8.132
Si 10.957 51.865 8.244
Si 13.677 49.16 8.201
Si 10.954 57.281 8.309
Si 13.686 54.573 8.267
Si 10.959 62.732 8.368
Si 13.682 59.995 8.344
Si 1.388 4.052 9.704
Si 4.09 1.296 9.737
Si 1.385 9.585 9.655
Si 4.121 6.83 9.687
Si 1.354 15.074 9.594
Si 4.1 12.338 9.63
Si 1.34 20.547 9.545
Si 4.076 17.809 9.586
Si 1.355 25.991 9.514
Si 4.06 23.263 9.525
Si 1.381 31.431 9.497
Si 4.086 28.718 9.514
Si 1.374 36.905 9.473
Si 4.116 34.168 9.475
Si 1.389 42.374 9.526
Si 4.106 39.643 9.486
Si 1.377 47.809 9.558
Si 4.127 45.113 9.534
Si 1.36 53.228 9.639
Si 4.108 50.51 9.602
Si 1.328 58.662 9.717
Si 4.09 55.945 9.673
Si 1.35 64.136 9.728
Si 4.06 61.402 9.735
Si 6.835 4.073 9.724
Si 9.571 1.305 9.74
Si 6.844 9.586 9.654
Si 9.569 6.831 9.693
Si 6.818 15.063 9.615
Si 9.57 12.326 9.618
Si 6.801 20.519 9.559
Si 9.547 17.792 9.589
Si 6.806 25.984 9.519
Si 9.559 23.237 9.546
Si 6.834 31.45 9.478
Si 9.567 28.72 9.476
Si 6.848 36.907 9.472
Si 9.568 34.168 9.48
Si 6.857 42.4 9.494
Si 9.599 39.663 9.471
Si 6.854 47.822 9.568
Si 9.591 45.116 9.523
Si 6.847 53.224 9.642
Si 9.573 50.521 9.602
Si 6.818 58.666 9.703
Si 9.574 55.938 9.675
Si 6.81 64.15 9.746
Si 9.557 61.396 9.723
Si 12.315 4.059 9.708
Si 15.044 1.276 9.713
Si 12.31 9.585 9.652
Si 15.057 6.825 9.678
Si 12.299 15.066 9.593
Si 15.04 12.333 9.627
Si 12.295 20.52 9.56
Si 15.027 17.805 9.558
Si 12.318 25.981 9.509
Si 15.036 23.272 9.531
Si 12.309 31.441 9.464
Si 15.057 28.707 9.489
Si 12.315 36.912 9.483
Si 15.041 34.173 9.474
Si 12.332 42.389 9.495
Si 15.061 39.647 9.497
Si 12.308 47.818 9.57
Si 15.052 45.095 9.534
Si 12.303 53.231 9.631
Si 15.034 50.521 9.59
Si 12.289 58.657 9.702
Si 15.01 55.938 9.68
Si 12.303 64.138 9.724
Si 15.019 61.389 9.721
Si 16.399 65.527 11.091
Si 2.734 2.688 11.09
Si 0.014 5.448 11.047
Si 2.747 8.216 11.033
Si 0.011 10.969 11.001
Si 2.733 13.723 10.98
Si 16.401 16.46 10.952
Si 2.72 19.2 10.934
Si 16.397 21.92 10.92
Si 2.72 24.639 10.9
Si 0.002 27.356 10.888
Si 2.734 30.082 10.884
Si 0.009 32.812 10.843
Si 2.749 35.545 10.836
Si 0.023 38.28 10.85
Si 2.758 41.011 10.873
Si 0.021 43.74 10.892
Si 2.755 46.461 10.918
Si 0.009 49.165 10.946
Si 2.74 51.87 10.989
Si 16.396 54.585 11.029
Si 2.723 57.308 11.058
Si 16.383 60.039 11.093
Si 2.715 62.787 11.105
Si 5.457 65.543 11.105
Si 8.202 2.698 11.085
Si 5.471 5.462 11.072
Si 8.207 8.224 11.037
Si 5.475 10.974 11.004
Si 8.21 13.712 10.98
Si 5.462 16.458 10.964
Si 8.193 19.183 10.943
Si 5.448 21.916 10.908
Si 8.195 24.63 10.888
Si 5.456 27.359 10.885
Si 8.205 30.087 10.847
Si 5.477 32.814 10.854
Si 8.213 35.548 10.842
Si 5.486 38.283 10.839
Si 8.228 41.027 10.843
Si 5.497 43.752 10.885
Si 8.226 46.462 10.918
Si 5.483 49.164 10.962
Si 8.214 51.871 11.001
Si 5.471 54.584 11.021
Si 8.201 57.305 11.051
Si 5.453 60.043 11.078
Si 8.192 62.782 11.089
Si 10.938 65.533 11.083
Si 13.68 2.681 11.063
Si 10.943 5.456 11.05
Si 13.682 8.215 11.021
Si 10.946 10.974 11.001
Si 13.676 13.718 10.978
Si 10.939 16.447 10.958
Si 13.676 19.178 10.937
Si 10.939 21.897 10.926
Si 13.677 24.635 10.902
Si 10.94 27.359 10.854
Si 13.679 30.081 10.84
Si 10.945 32.808 10.838
Si 13.682 35.547 10.841
Si 10.955 38.294 10.838
Si 13.695 41.022 10.856
Si 10.961 43.747 10.873
Si 13.687 46.456 10.916
Si 10.947 49.169 10.96
Si 13.676 51.875 10.988
Si 10.944 54.584 11.032
Si 13.655 57.303 11.067
Si 10.928 60.034 11.078
Si 13.662 62.775 11.088
Si 1.353 1.317 12.446
Si 4.098 4.088 12.435
Si 1.375 6.843 12.401
Si 4.113 9.606 12.381
Si 1.379 12.351 12.357
Si 4.108 15.096 12.342
Si 1.371 17.835 12.317
Si 4.1 20.562 12.302
Si 1.368 23.281 12.287
Si 4.1 25.998 12.265
Si 1.371 28.72 12.253
Si 4.112 31.453 12.23
Si 1.377 34.185 12.204
Si 4.111 36.924 12.202
Si 1.376 39.656 12.22
Si 4.116 42.392 12.235
Si 1.372 45.108 12.27
Si 4.096 47.819 12.317
Si 1.351 50.524 12.348
Si 4.084 53.236 12.38
Si 1.34 55.955 12.415
Si 4.075 58.685 12.436
Si 1.337 61.423 12.459
Si 4.079 64.176 12.463
Si 6.825 1.33 12.45
Si 9.57 4.094 12.422
Si 6.842 6.856 12.409
Si 9.586 9.609 12.379
Si 6.851 12.353 12.36
Si 9.584 15.089 12.34
Si 6.841 17.827 12.327
Si 9.575 20.549 12.307
Si 6.836 23.276 12.274
Si 9.581 25.999 12.241
Si 6.845 28.725 12.23
Si 9.578 31.45 12.21
Si 6.845 34.188 12.209
Si 9.58 36.931 12.194
Si 6.849 39.666 12.2
Si 9.578 42.393 12.227
Si 6.842 45.113 12.274
Si 9.567 47.819 12.315
Si 6.825 50.526 12.355
Si 9.559 53.237 12.388
Si 6.818 55.954 12.41
Si 9.544 58.683 12.438
Si 6.809 61.426 12.452
Si 9.548 64.179 12.447
Si 12.295 1.325 12.43
Si 15.038 4.082 12.414
Si 12.314 6.848 12.392
Si 15.051 9.599 12.374
Si 12.32 12.353 12.356
Si 15.047 15.096 12.337
Si 12.314 17.824 12.32
Si 15.042 20.558 12.302
Si 12.315 23.276 12.281
Si 15.045 25.998 12.268
Si 12.315 28.721 12.22
Si 15.041 31.451 12.211
Si 12.309 34.185 12.198
Si 15.045 36.923 12.202
Si 12.313 39.665 12.206
Si 15.043 42.386 12.239
Si 12.305 45.104 12.269
Si 15.033 47.817 12.308
Si 12.294 50.529 12.35
Si 15.014 53.237 12.389
Si 12.277 55.954 12.427
Si 15 58.683 12.445
Si 12.273 61.425 12.447
Si 15.014 64.17 12.448
Si 16.388 2.711 13.794
Si 2.715 65.562 13.821
Si 0.008 8.23 13.754
Si 2.73 5.476 13.786
Si 0.02 13.737 13.712
Si 2.749 10.991 13.736
Si 0.019 19.216 13.685
Si 2.754 16.487 13.697
Si 0.011 24.651 13.656
Si 2.746 21.939 13.67
Si 16.4 30.095 13.597
Si 2.739 27.365 13.633
Si 0.012 35.563 13.561
Si 2.74 32.826 13.58
Si 0.015 41.028 13.588
Si 2.752 38.3 13.571
Si 0.007 46.459 13.66
Si 2.751 43.751 13.618
Si 16.384 51.873 13.742
Si 2.724 49.167 13.707
Si 16.376 57.32 13.797
Si 2.714 54.592 13.767
Si 16.372 62.804 13.816
Si 2.712 60.058 13.812
Si 5.462 2.721 13.806
Si 8.19 65.569 13.815
Si 5.48 8.245 13.759
Si 8.21 5.488 13.773
Si 5.494 13.744 13.715
Si 8.229 10.999 13.734
Si 5.489 19.221 13.683
Si 8.232 16.483 13.7
Si 5.481 24.652 13.641
Si 8.221 21.94 13.663
Si 5.48 30.09 13.597
Si 8.22 27.371 13.606
Si 5.483 35.567 13.565
Si 8.214 32.824 13.57
Si 5.494 41.036 13.583
Si 8.223 38.309 13.559
Si 5.474 46.461 13.665
Si 8.22 43.751 13.617
Si 5.455 51.879 13.741
Si 8.2 49.167 13.706
Si 5.453 57.323 13.788
Si 8.19 54.596 13.77
Si 5.449 62.809 13.827
Si 8.181 60.06 13.811
Si 10.932 2.72 13.785
Si 13.649 65.563 13.798
Si 10.958 8.243 13.745
Si 13.672 5.475 13.767
Si 10.967 13.741 13.715
Si 13.693 10.99 13.729
Si 10.964 19.212 13.687
Si 13.694 16.48 13.701
Si 10.954 24.658 13.637
Si 13.69 21.937 13.673
Si 10.949 30.091 13.579
Si 13.675 27.372 13.617
Si 10.951 35.568 13.554
Si 13.676 32.827 13.567
Si 10.954 41.034 13.577
Si 13.684 38.303 13.56
Si 10.943 46.457 13.66
Si 13.681 43.745 13.618
Si 10.93 51.88 13.744
Si 13.666 49.166 13.701
Si 10.91 57.321 13.803
Si 13.649 54.593 13.782
Si 10.91 62.81 13.812
Si 13.633 60.058 13.812
Si 1.345 4.106 15.149
Si 4.083 1.349 15.168
Si 1.378 9.621 15.105
Si 4.106 6.875 15.122
Si 1.393 15.119 15.065
Si 4.131 12.373 15.082
Si 1.385 20.589 15.056
Si 4.131 17.862 15.059
Si 1.38 26.014 15.023
Si 4.123 23.305 15.032
Si 1.366 31.468 14.951
Si 4.119 28.733 14.983
Si 1.368 36.946 14.92
Si 4.112 34.204 14.926
Si 1.366 42.399 14.964
Si 4.109 39.685 14.931
Si 1.344 47.814 15.067
Si 4.091 45.111 15.016
Si 1.326 53.242 15.128
Si 4.069 50.53 15.099
Si 1.327 58.698 15.168
Si 4.071 55.963 15.141
Si 1.327 64.192 15.172
Si 4.068 61.437 15.185
Si 6.835 4.124 15.141
Si 9.558 1.361 15.159
Si 6.862 9.631 15.099
Si 9.586 6.88 15.112
Si 6.873 15.123 15.075
Si 9.61 12.378 15.088
Si 6.865 20.59 15.052
Si 9.608 17.856 15.068
Si 6.863 26.019 14.997
Si 9.6 23.308 15.03
Si 6.856 31.46 14.945
Si 9.598 28.732 14.966
Si 6.851 36.949 14.915
Si 9.584 34.205 14.914
Si 6.841 42.403 14.972
Si 9.577 39.683 14.932
Si 6.822 47.814 15.061
Si 9.565 45.105 15.014
Si 6.808 53.242 15.126
Si 9.548 50.526 15.097
Si 6.806 58.695 15.172
Si 9.536 55.961 15.165
Si 6.812 64.204 15.186
Si 9.534 61.448 15.181
Si 12.291 4.116 15.138
Si 15.003 1.346 15.154
Si 12.329 9.625 15.103
Si 15.034 6.865 15.126
Si 12.339 15.117 15.08
Si 15.064 12.369 15.088
Si 12.333 20.587 15.06
Si 15.064 17.858 15.064
Si 12.324 26.021 15.012
Si 15.058 23.303 15.049
Si 12.312 31.464 14.936
Si 15.041 28.738 14.98
Si 12.308 36.949 14.915
Si 15.039 34.207 14.921
Si 12.302 42.391 14.968
Si 15.031 39.679 14.933
Si 12.289 47.809 15.056
Si 15.03 45.102 15.008
Si 12.268 53.24 15.145
Si 15 50.523 15.106
Si 12.255 58.703 15.18
Si 14.992 55.97 15.162
Si 12.265 64.21 15.163
Si 14.983 61.447 15.171

Results
total energy: -472976.520 eV
total energy less fixed offsets of O -438.35, Si -107.03 eV per atom: 38.880 eV

Forces (eV/angstrom) on atoms 60 to 1339 of the 2364, counted in the order above; the others are left out for length: element, x, y, z
Si -0.078 0.014 0.031
Si 0.063 -0.048 -0.346
Si -0.543 0.245 0.124
Si 0.1 -0.143 -0.398
Si 0.057 -0.053 -0.433
Si 0.046 0.255 -0.325
Si -0.159 0.161 0.119
Si 0.235 0.104 -0.261
Si -0.087 -0.056 0.08
Si 0.189 0.022 0.071
Si -0.37 0.428 0.41
Si -0.203 -0.154 0.438
Si 0.02 0.321 0.245
Si 0.095 -0.02 0.021
Si 0.053 -0.024 0.13
Si -0.005 -0.15 -0.11
Si 0.207 -0.013 -0.102
Si 0.017 -0.072 -0.099
Si 0.006 -0.085 -0.045
Si -0.136 0.174 -0.22
Si -0.087 0.109 -0.126
Si 0.145 -0.215 -0.034
Si 0.209 -0.108 -0.324
Si -0.058 -0.257 -0.18
Si 0.183 0.138 0.036
Si 0.057 -0.057 0.037
Si -0.233 -0.173 -0.228
Si 0.312 -0.005 -0.004
Si -0.046 -0.132 -0.324
Si 0.237 -0.028 -0.232
Si -0.124 -0.184 -0.173
Si -0.029 -0.04 -0.271
Si -0.057 -0.009 0.105
Si 0.105 -0.087 0.007
Si 0.264 -0.147 -0.09
Si 0.032 0.261 0.151
Si -0.135 -0.188 0.103
Si 0.306 0.253 0.159
Si 0.045 -0.087 -0.103
Si -0.128 -0.042 -0.008
Si 0.06 -0.207 -0.121
Si -0.059 -0.057 -0.26
Si 0.091 0.161 -0.607
Si 0.026 0.184 -0.415
Si 0.201 -0.087 -0.268
Si 0.056 -0.044 -0.114
Si 0.039 -0.066 -0.362
Si 0.164 -0.09 -0.228
Si 0.111 -0.182 -0.157
Si 0.082 -0.093 -0.043
Si -0.057 0.093 -0.07
Si 0.218 -0.013 -0.214
Si -0.027 -0.084 -0.048
Si 0.072 0.024 0.101
Si -0.064 -0.167 -0.06
Si 0.059 0.021 -0.299
Si 0.003 0.201 -0.107
Si -0.259 -0.007 0.172
Si -0.002 0.209 -0.125
Si -0.107 0.156 -0.07
Si -0.124 -0.103 -0.179
Si 0.075 0.167 -0.273
Si -0.173 0.023 -0.019
Si 0.059 -0.012 -0.249
Si 0.098 0.097 -0.181
Si 0.001 -0.028 -0.223
Si -0.057 -0.022 -0.148
Si 0.096 0.078 -0.209
Si 0.141 -0.137 -0.187
Si -0.02 0.062 -0.319
Si -0.009 0.166 -0.297
Si 0.134 0.147 -0.104
Si -0.368 -0.017 -0.305
Si 0.054 0.052 -0.272
Si -0.092 -0.223 0.04
Si -0.103 -0.023 -0.093
Si -0.071 0.021 -0.135
Si 0.159 -0.08 -0.177
Si 0.022 0.106 -0.221
Si 0.017 0.037 -0.086
Si 0.047 -0.228 -0.141
Si 0.097 -0.312 -0.234
Si 0.587 -0.151 -0.11
Si -0.253 0.052 -0.472
Si 0.114 0.039 -0.292
Si 0.031 0.013 -0.001
Si 0.065 -0.114 0.234
Si 0.124 -0.176 0.077
Si -0.037 0.024 0.108
Si -0.071 0.005 0.07
Si 0.075 0.01 -0.004
Si -0.053 -0.024 -0.006
Si 0.08 0.037 -0.086
Si -0.119 0.011 0.142
Si 0.099 0.28 0.292
Si 0.143 -0.066 0.18
Si -0.095 0.062 -0.186
Si 0.054 -0.06 -0.066
Si -0.024 0.003 -0.021
Si -0.032 0.091 -0.052
Si -0.135 -0.135 0.159
Si 0.036 -0.042 -0.077
Si -0.031 -0.023 0.004
Si -0.076 0.03 0.192
Si -0.058 -0.123 0.198
Si -0.161 0.057 -0.123
Si 0.026 0.027 -0.122
Si 0.017 0.011 0.102
Si -0.008 -0.012 0.07
Si -0.024 -0.087 -0.113
Si -0.154 0.024 -0.001
Si -0.028 0.002 -0.204
Si 0.122 -0.05 -0.13
Si -0.023 -0.042 -0.036
Si -0.116 0.323 0.022
Si 0.076 -0.074 -0.094
Si -0.031 -0.14 -0.165
Si -0.114 0.104 0.067
Si -0.072 -0.039 0.022
Si -0.132 -0.019 -0.259
Si -0.046 0.131 0.004
Si 0.027 -0.16 0.112
Si -0.163 0.058 -0.066
Si 0.037 0.116 0.037
Si 0.11 0.044 -0.022
Si 0.108 -0.075 -0.09
Si -0.151 0.182 0.018
Si 0.109 -0.098 -0.036
Si -0.124 0.167 -0.003
Si -0.048 0.025 -0.018
Si 0.11 -0.042 -0.058
Si -0.043 0.093 0.087
Si 0.035 -0.03 0.05
Si -0.121 0.134 0.097
Si 0.04 -0.012 0.08
Si 0.087 -0.135 0.091
Si 0.002 0.133 0.179
Si -0.23 -0.079 0.144
Si -0.125 -0.072 0.018
Si 0.073 -0.059 0.008
Si -0.102 -0.023 0.327
Si 0.039 -0.152 0.178
Si 0.025 0.097 0.023
Si -0.049 0.007 0.297
Si 0.128 0.006 0.216
Si -0.151 0.03 -0.082
Si 0.069 -0.082 0.01
Si -0.055 -0.092 0.261
Si 0.075 0.016 -0.039
Si 0.01 -0.118 0.033
Si 0.142 0.005 0.111
Si 0.002 -0.13 0.086
Si 0.015 0.112 -0.244
Si 0.166 -0.039 -0.183
Si -0.106 -0.058 0.037
Si -0.062 0.028 0.169
Si -0.053 -0.015 -0.184
Si -0.018 -0.028 -0.06
Si 0.014 -0.121 -0.156
Si 0.062 -0.033 -0.168
Si 0.107 0.068 0.036
Si 0.043 -0.01 0.052
Si -0.135 0.145 -0.109
Si 0.006 -0.008 -0.109
Si 0.101 -0.105 0.012
Si 0.048 -0.053 -0.109
Si -0.132 -0.015 -0.095
Si -0.063 0.028 0.075
Si 0.035 0.087 -0.065
Si 0.091 0.018 -0.124
Si 0.045 0.012 -0.1
Si 0.031 0.073 -0.012
Si -0.145 0.13 0.039
Si 0.087 0.104 -0.048
Si -0.008 -0.005 -0.139
Si -0.039 -0.052 0.014
Si -0.008 -0.044 -0.055
Si 0.014 0.031 -0.137
Si 0.026 0.019 -0.068
Si 0.056 0.026 -0.24
Si 0.045 -0.021 -0.135
Si -0.026 0.111 -0.003
Si 0.011 0.131 -0.088
Si 0 -0.107 -0.036
Si -0.092 0.078 0.007
Si -0.026 -0.032 -0.054
Si 0.137 0.055 -0.226
Si 0.12 0.002 -0.005
Si -0.083 0.11 -0.081
Si -0.024 0.064 -0.045
Si 0.077 0.157 -0.021
Si 0.022 0.116 -0.025
Si 0.035 0.068 0.059
Si -0.025 0.095 -0.063
Si 0.061 -0.071 -0.037
Si -0.012 -0.103 -0.003
Si -0.004 -0.11 -0.04
Si 0.075 -0.051 -0.09
Si -0.02 -0.008 -0.074
Si -0.06 0.001 -0.077
Si 0.126 -0.036 -0.101
Si -0.016 0.008 -0.111
Si -0.013 -0.161 -0.032
Si 0.15 0.061 -0.053
Si 0.025 0.124 -0.022
Si 0.017 -0.063 -0.141
Si -0.029 -0.065 0.079
Si 0.008 0.034 -0.023
Si -0.041 -0.088 -0.161
Si 0.136 0.047 -0.313
Si 0.002 0.02 -0.031
Si -0.076 0.051 -0.032
Si -0.046 0.009 -0.22
Si -0.07 -0.055 -0.126
Si -0.06 0.039 -0.061
Si 0.105 -0.076 -0.043
Si 0.021 -0.077 -0.231
Si -0.041 -0.064 -0.034
Si 0.029 -0.097 0.002
Si 0.009 -0.048 -0.057
Si 0.03 -0.023 0.009
Si -0.019 0.008 0.05
Si -0.053 -0.174 -0.038
Si 0.06 -0.054 -0.073
Si 0.123 0.021 -0.092
Si -0.007 -0.079 -0.036
Si -0.028 0.107 -0.124
Si 0.072 -0.13 -0.013
Si 0.18 -0.001 -0.094
Si 0.029 -0.005 -0.002
Si 0.021 -0.005 -0.015
Si 0.012 0.006 -0.005
Si -0.007 0.004 -0.025
Si 0.009 -0.012 0.001
Si -0.006 -0.012 -0.013
Si 0.01 -0.008 -0.004
Si -0.003 -0.005 -0.006
Si 0 -0.008 0.009
Si 0.034 -0.023 0.001
Si 0.025 -0.007 0.001
Si -0.001 0.021 -0.006
Si 0.01 0.016 -0.007
Si -0.023 0.015 -0.014
Si -0.026 0.009 -0.005
Si -0.04 0 0.004
Si -0.018 0.009 0.006
Si 0.003 0.01 0.01
Si -0.01 0.024 -0.002
Si -0.003 0.01 0.004
Si 0.01 0.005 -0.001
Si 0.01 -0.008 -0.004
Si -0.006 0.025 -0.009
Si 0.006 0.042 -0.023
Si -0.019 0.009 -0.011
Si -0.019 0.008 -0.01
Si -0.038 0.012 -0.013
Si -0.029 -0.021 -0.015
Si 0.014 -0.008 -0.008
Si -0.011 -0.035 -0.01
Si -0.017 -0.02 -0.004
Si -0.017 -0.031 -0.009
Si -0.014 -0.019 0.009
Si -0.021 -0.016 0.002
Si 0.019 -0.01 0.003
Si -0.004 0.017 -0.005
Si -0.02 0.015 -0.001
Si -0.019 -0.032 -0.006
Si -0.021 -0.001 -0.002
Si -0.032 -0.013 0.006
Si -0.042 0 -0.002
Si -0.009 0.006 0.015
Si -0.012 0.003 -0.003
Si -0.028 0.02 0.001
Si -0.025 0.011 -0.009
Si -0.011 0.014 0.009
Si -0.026 0.015 -0.003
Si -0.024 0.021 0.001
Si -0.01 -0.022 -0.006
Si 0.019 0.006 -0.005
Si -0.021 0.014 0.003
Si -0.002 -0.003 -0.002
Si 0.006 -0.023 -0.006
Si 0.007 -0.018 -0.004
Si -0.024 -0.018 0.004
Si -0.021 -0.027 0
Si -0.032 -0.015 0.007
Si -0.002 -0.012 0.002
Si -0.024 0.014 0.01
Si 0.01 0.012 0.005
Si 0.006 0.023 -0.003
Si 0.009 -0.027 0
Si -0.031 -0.036 0.005
Si -0.028 -0.006 0.017
Si -0.021 0.001 0.002
Si 0.004 -0.001 0.009
Si -0.027 0.03 -0.002
Si -0.006 0.021 0.009
Si -0.007 0.011 0.008
Si 0 0.005 0.001
Si -0.02 0.01 0.008
Si -0.026 0.028 -0.013
Si -0.025 -0.011 0.006
Si 0.038 -0.015 0.023
Si 0.025 0.006 0.011
Si -0.024 -0.031 0.024
Si 0.034 0.04 -0.004
Si 0.024 0.007 0.013
Si 0.004 -0.005 -0.015
Si -0.007 -0.005 -0.014
Si 0.003 0.006 0.011
Si -0.024 -0.001 -0.007
Si -0.014 0.017 -0.001
Si 0.016 -0.013 -0.01
Si 0.028 -0.029 -0.012
Si -0.016 -0.043 0.001
Si 0.058 -0.016 -0.011
Si 0.038 0.001 -0.011
Si 0.003 -0.022 0.005
Si 0.028 0.016 -0.019
Si 0.023 0.001 -0.012
Si 0.054 0.006 -0.018
Si -0.005 -0.004 -0.008
Si -0.016 0.007 -0.011
Si 0.008 -0.031 0.021
Si -0.024 -0.054 -0.016
Si -0.003 -0.002 0.029
Si 0.002 -0.021 0.023
Si 0.042 0.042 0.02
Si 0.001 0.029 0.009
Si -0.011 0.021 0.009
Si 0.008 0.025 0.006
Si 0.028 0.043 0.007
Si 0.018 0.008 -0.004
Si 0.034 0.011 -0.025
Si -0.009 0.009 -0.017
Si -0.027 0.025 -0.012
Si -0.023 0.007 -0.005
Si 0.015 0.058 -0.005
Si 0.047 0.027 0.002
Si 0.02 -0.036 0.006
Si 0.027 0.022 0.005
Si -0.015 0.001 0.006
Si 0.003 0.007 -0.011
Si -0.001 -0.011 -0.006
Si -0.006 -0.028 0.009
Si -0.031 -0.009 0
Si -0.011 0.008 0.002
Si 0.024 0.011 -0.002
Si 0.018 0.032 -0.01
Si -0.008 -0.018 0.021
Si -0.001 -0.034 0.002
Si 0.003 -0.031 -0.001
Si 0.002 0.005 0.016
Si -0.022 -0.017 -0.001
Si -0.014 0.004 -0.004
Si 0.018 0.027 -0.011
Si 0 -0.009 0.008
Si 0.016 0.014 0
Si 0.031 -0.004 0
Si 0.01 -0.001 -0.008
Si -0.007 0.003 0.004
Si -0.024 -0.017 -0.01
Si 0.042 -0.015 0.003
Si 0.038 0.011 0.009
Si 0.044 -0.012 -0.012
Si -0.005 0.003 -0.012
Si -0.002 -0.009 0.007
Si -0.018 -0.034 0.008
Si 0.032 -0.013 -0.001
Si 0.016 0.009 0.007
Si 0.029 0.006 0.017
Si 0.067 0.032 -0.004
Si 0.012 -0.011 0.001
Si 0.032 0.019 0.006
Si 0.053 -0.017 0.029
Si 0.08 -0.037 0.03
Si -0.036 0.045 -0.022
Si 0.007 -0.059 0.005
Si -0.017 -0.012 0.008
Si 0.051 -0.017 0.015
Si -0.023 0.012 -0.016
Si -0.028 0.019 -0.013
Si 0.078 -0.023 0.034
Si 0.078 -0.011 0.036
Si 0.018 -0.016 0.003
Si -0.016 -0.018 0.036
Si -0.047 0.102 0.017
Si -0.036 0.009 -0.005
Si -0.09 0.028 -0.004
Si 0.021 0.027 0.016
Si 0.04 0.008 0.023
Si -0.036 0.042 0.03
Si 0.053 -0.019 0.032
Si 0.041 -0.012 -0.053
Si -0.037 0.012 0.035
Si 0.031 0.104 -0.018
Si 0.026 0.052 -0.035
Si -0.089 0.025 -0.009
Si 0.016 -0.129 -0.002
Si 0 -0.03 -0.016
Si -0.075 -0.007 -0.011
Si 0.017 -0.032 -0.039
Si -0.012 -0.054 -0.02
Si -0.003 -0.023 0.019
Si -0.02 -0.023 0.02
Si -0.024 -0.035 0.028
Si -0.062 -0.006 0.001
Si -0.014 0.011 0.001
Si 0.008 -0.034 0.022
Si -0.019 -0.048 0.002
Si -0.023 -0.01 0.012
Si -0.073 0.009 0.006
Si -0.025 -0.017 -0.005
Si -0.025 -0.017 0.011
Si 0.005 -0.017 0.03
Si -0.06 0.02 -0.048
Si -0.014 0.011 0.006
Si 0.008 0.002 0.001
Si 0.001 0.009 0.016
Si -0.078 0.119 0.011
Si -0.027 0.01 0.037
Si -0.054 0.007 -0.028
Si 0.047 -0.035 -0.008
Si -0.03 0.014 0.01
Si 0.039 0.043 -0.018
Si -0.002 -0.05 0.021
Si -0.028 0.034 0.017
Si -0.033 -0.034 -0.004
Si -0.023 0.006 0.004
Si -0.04 -0.03 0.018
Si -0.006 0.006 0.016
Si 0.001 0.045 0.016
Si -0.032 0.038 0.036
Si -0.017 -0.063 0.004
Si 0.035 0.056 0.017
Si -0.043 -0.06 0.022
Si -0.032 -0.025 0.02
Si -0.025 -0.001 -0.011
Si -0.007 0.013 0.008
Si 0.028 0.035 0.026
Si 0.014 0.084 0.003
Si -0.01 -0.059 0.018
Si -0.021 -0.006 0.005
Si -0.058 0.034 0.009
Si -0.031 -0.009 -0.036
Si 0.03 -0.1 -0.014
Si -0.003 0.038 -0.024
Si 0.006 -0.026 -0.006
Si -0.01 0.056 -0.067
Si 0.1 0.017 0.09
Si 0.018 0.07 0.095
Si -0.1 -0.001 0.045
Si 0.087 0.06 -0.018
Si 0.06 -0.028 -0.042
Si -0.037 0.006 0.001
Si -0.017 -0.099 -0.06
Si 0.024 0.001 0.022
Si 0.049 0.051 -0.038
Si 0.021 0.028 -0.07
Si -0.022 -0.012 0.04
Si 0.031 -0.003 0.013
Si 0.014 0.046 0.031
Si -0.026 -0.001 -0.006
Si 0.052 0.008 0.019
Si 0.116 0.075 0.016
Si -0.082 -0.021 0.054
Si 0.03 -0.042 0.045
Si -0.087 -0.048 -0.05
Si -0.008 -0.111 -0.032
Si 0.099 0.038 -0.031
Si 0.016 0.033 0.033
Si 0.037 0.033 0.055
Si -0.01 -0.01 0.145
Si -0.002 0.007 -0.031
Si 0.045 0.037 0.04
Si 0.057 -0.051 -0.053
Si 0.027 0.053 -0.02
Si -0.003 0.046 0.06
Si 0.066 0.002 0.026
Si -0.018 -0.005 -0.032
Si -0.018 -0.007 0.056
Si 0.053 -0.012 0.002
Si 0.09 0.098 -0.035
Si -0.053 0.048 0.079
Si 0.057 -0.015 0.022
Si -0.033 0.029 0.04
Si 0.064 0.051 0.028
Si -0.07 -0.008 0.06
Si -0.029 -0.001 0.083
Si 0.019 -0.02 0.018
Si 0.021 0.098 0.061
Si 0.051 0.038 -0.107
Si 0.021 0.054 0.043
Si -0.011 -0.05 0.143
Si 0.04 0.011 0.048
Si 0.037 -0.017 0.066
Si -0.099 -0.027 0.01
Si -0.034 0.02 0.068
Si 0.04 -0.016 0.047
Si -0.053 -0.017 0.068
Si -0.063 0.007 0.074
Si 0.061 -0.015 0.085
Si 0.016 0.032 0.063
Si -0.05 -0.031 0.05
Si 0.022 -0.006 -0.014
Si -0.02 0.01 -0.034
Si -0.019 -0.043 -0.042
Si 0.025 -0.023 0.066
Si 0.062 0.067 0.025
Si -0.046 -0.022 0.082
Si 0.028 -0.044 0.075
Si -0.062 -0.015 -0.069
Si -0.029 -0.075 -0.03
Si 0.083 0.08 0.024
Si 0.077 0.009 -0.006
Si -0.003 0.028 0.042
Si -0.026 -0.027 0.087
Si -0.026 0.076 0.118
Si -0.149 -0.076 0.093
Si -0.007 -0.064 0.087
Si 0.039 -0.06 0.054
Si -0.035 0.107 0.146
Si -0.05 -0.071 0.093
Si -0.009 0.005 -0.016
Si 0.118 -0.074 -0.012
Si 0.104 -0.06 0.133
Si 0.012 0.034 0.268
Si -0.088 0.056 0.122
Si 0.074 0.033 0.044
Si -0.058 0.049 0.078
Si -0.093 -0.048 0.009
Si -0.04 0.035 0.018
Si 0.015 0.03 0.069
Si -0.005 -0.011 0.023
Si 0.069 -0.176 0.145
Si 0.003 0.081 0.06
Si 0.07 0.023 0.177
Si -0.054 0.014 0.114
Si -0.046 0.007 -0.064
Si 0.271 0.033 0.14
Si -0.032 0.088 0.062
Si -0.101 -0.025 -0.053
Si -0.118 0.021 0.025
Si 0.06 -0.029 0.163
Si -0.05 0.075 0.044
Si -0.01 -0.129 0.028
Si -0.043 -0.014 -0.01
Si 0.03 0.004 0.126
Si -0.067 0.052 0.158
Si -0.009 -0.006 0.061
Si 0.093 0.003 -0.031
Si -0.023 0.006 0.204
Si -0.081 -0.061 0.097
Si 0.063 -0.013 0.129
Si -0.045 -0.003 0.123
Si -0.161 -0.071 0.066
Si 0.059 -0.047 0.122
Si -0.089 0.007 0.002
Si -0.156 0.014 0.078
Si -0.137 -0.069 0.004
Si 0.096 -0.073 -0.019
Si 0.057 0.04 0.282
Si -0.013 -0.087 0.262
Si 0.057 0.17 -0.053
Si 0.014 0.084 0.087
Si 0.003 -0.17 0.102
Si 0.025 0.069 -0.04
Si 0.01 0.061 0.081
Si 0.064 0.022 0.048
Si -0.032 0.008 0.082
Si -0.126 -0.101 0.012
Si 0.067 -0.09 0.016
Si 0.138 -0.05 0.026
Si -0.009 0.107 0.171
Si -0.126 -0.034 0.066
Si -0.026 0.014 0.08
Si 0.011 0.076 0.087
Si -0.031 0.073 -0.012
Si 0.054 -0.049 0.08
Si 0.035 0.046 0.154
Si 0.05 -0.018 0.111
Si -0.12 0.022 0.021
Si -0.043 0.071 0.145
Si 0.027 0.131 0.005
Si -0.014 -0.013 0.205
Si 0.087 -0.12 0.142
Si -0.076 0.054 0.066
Si -0.09 -0.121 0.041
Si 0.093 0.063 -0.002
Si 0.001 0.015 -0.216
Si -0.118 0.028 -0.159
Si 0.11 -0.031 -0.148
Si 0.078 0.084 -0.045
Si 0.051 -0.003 -0.137
Si -0.034 0.044 0.076
Si 0.045 -0.123 0.093
Si 0.088 0.07 0.023
Si -0.087 0.094 -0.002
Si -0.178 -0.035 -0.101
Si 0.011 0.01 0.007
Si 0.012 -0.152 -0.071
Si -0.035 0.072 -0.134
Si 0.04 0.08 -0.082
Si 0.053 -0.02 0.084
Si -0.095 0.038 -0.069
Si 0.115 -0.032 -0.108
Si 0.352 0.152 -0.109
Si 0.006 0.097 -0.115
Si -0.007 -0.001 -0.148
Si -0.089 0.056 -0.062
Si 0.025 0.012 0.158
Si -0.303 -0.164 -0.012
Si -0.003 0.1 -0.268
Si -0.014 0.029 -0.154
Si -0.128 0.167 0.028
Si 0.147 -0.021 -0.018
Si -0.162 0.013 -0.008
Si -0.032 -0.139 0.11
Si 0.027 0.085 -0.003
Si 0.102 0.006 -0.183
Si -0.022 -0.065 0.112
Si -0.143 -0.037 -0.012
Si 0.132 -0.1 0.005
Si -0.041 0.073 0.02
Si 0.072 0.047 -0.087
Si -0.023 -0.092 -0.164
Si -0.117 0.166 0.003
Si 0.132 0.012 0.013
Si 0.108 -0.065 0.063
Si 0.07 -0.112 0.037
Si 0.271 -0.126 0.182
Si -0.206 0.313 -0.028
Si 0.119 0.188 0.041
Si -0.009 -0.077 -0.228
Si 0.055 -0.025 -0.07
Si 0.018 -0.163 -0.248
Si -0.014 -0.033 -0.3
Si 0.034 -0.031 0.183
Si -0.006 -0.027 0.039
Si -0.137 -0.078 0.012
Si 0.038 -0.133 -0.083
Si 0.092 0.029 -0.104
Si 0.027 -0.035 0.166
Si -0.074 -0.035 0.123
Si -0.096 0.084 -0.011
Si -0.023 -0.084 0.006
Si 0.086 0.018 0.027
Si -0.095 -0.109 -0.016
Si -0.041 0.06 0.078
Si -0.052 -0.042 0.023
Si -0.072 0.002 -0.039
Si -0.231 -0.164 0.029
Si 0.007 -0.019 0.082
Si 0.094 0.073 0.202
Si -0.125 0.022 -0.011
Si 0.013 0.07 -0.062
Si -0.317 0.13 0.062
Si 0.185 -0.019 -0.096
Si 0.071 0.072 0.026
Si 0.006 0.064 0.089
Si 0.105 0.166 -0.073
Si 0.303 0.096 0.165
Si 0.229 0.048 0.078
Si -0.302 -0.028 0.22
Si 0.052 0.151 -0.004
Si 0.065 -0.17 0.219
Si 0.116 0.192 0.187
Si -0.206 0.184 0.24
Si -0.052 -0.272 0.135
Si 0.113 -0.104 -0.275
Si -0.179 0.099 0.44
Si 0.119 -0.068 0.392
Si 0.021 0.177 -0.148
Si 0.031 -0.011 0.347
Si -0.043 0.126 0.538
Si -0.104 -0.04 -0.055
Si -0.14 -0.081 0.324
Si 0.016 0.1 0.365
Si -0.21 -0.237 -0.204
Si 0.072 -0.11 -0.022
Si -0.025 0.013 0.332
Si -0.145 -0.027 0.075
Si 0.279 -0.082 0.274
Si -0.01 -0.46 0.065
Si -0.077 -0.066 0.29
Si -0.095 0.259 0.002
Si 0.198 -0.021 0.259
Si -0.208 0.063 -0.097
Si -0.092 -0.173 0.121
Si 0.157 0.012 0.317
Si 0.074 -0.022 -0.193
Si 0.121 -0.058 -0.064
Si -0.307 -0.145 0.155
Si -0.038 0.128 -0.01
Si 0.085 0.241 -0.124
Si 0.009 -0.077 0.133
Si -0.209 0.178 0.22
Si 0.109 -0.055 0.292
Si -0.083 -0.034 0.275
Si -0.018 0.048 0.235
Si -0.18 -0.404 0.235
Si -0.016 0.658 -0.678
Si -0.095 0.038 0.096
Si -0.153 -0.03 0.34
Si -0.349 -0.342 0.208
Si 0.176 -0.092 0.048
Si -0.124 -0.039 0.388
Si 0.059 0.166 0.11
Si 0.015 -0.154 0.067
Si -0.035 0.045 0.227
Si -0.154 -0.066 0.137
Si 0.026 0.015 0.155
Si 0.011 0.081 0.273
Si 0.131 0.044 0.065
Si 0.007 -0.006 0.085
Si 0.114 0.176 -0.02
Si -0.032 0.129 0.257
Si -0.127 -0.181 -0.368
Si -0.144 -0.062 0.274
Si -0.071 -0.21 0.099
Si 0.427 0.22 0.18
Si -0.041 0.055 0.053
Si 0.173 0.065 0.348
Si 0 0.235 0.071
Si 0.067 0.017 -0.068
Si -0.345 -0.133 0.092
Si -0.082 -0.032 0.274
Si -0.142 -0.284 -0.35
Si 0.092 0.166 -0.033
Si -0.014 0.075 0.302
Si -0.011 0.086 -0.904
Si -0.1 0.157 0.084
Si 0.124 -0.01 0.209
Si -0.385 -0.36 0.071
Si 0.069 -0.503 0.37
Si 0.094 -0.143 0.005
Si 0.076 0.367 -0.078
Si -0.055 0.087 -0.609
Si -0.312 -0.027 -0.405
Si 0.338 0.115 -0.138
Si -0.047 0.194 -0.004
Si -0.328 0.097 0.642
Si 0.298 -0.312 -0.205
Si 0.325 0.078 -0.245
Si 0.12 0.223 -0.212
Si 0.265 0.034 0.114
Si -0.035 -0.011 0.115
Si 0.038 0.26 0.479
Si 0.214 -0.059 -0.008
Si -0.271 0.352 -0.013
Si 0.236 -0.124 0.487
Si 0.245 -0.347 -0.171
Si 0.122 -0.221 -0.257
Si 0.446 0.191 -0.143
Si -0.233 0.141 0.031
Si 0.029 0.123 0.548
Si -0.239 0.18 0.491
Si 0.2 0.296 -0.398
Si -0.038 0.102 0.012
Si -0.519 0.589 -0.21
Si 0.319 -0.128 -0.098
Si 0.387 -0.253 0.05
Si -0.422 0.731 0.016
Si -0.411 0.401 0.025
Si -0.061 0.079 -0.313
Si 0.206 -0.094 0.023
Si 0.123 0.185 0.395
Si -0.071 -0.047 0.184
Si -0.374 -0.175 -0.123
Si 0.126 0.228 -0.135
Si -0.182 -0.107 -0.05
Si 0.105 0.176 0.082
Si 0.36 0.086 -0.459
Si -0.293 -0.273 0.345
Si 0.044 0.163 -0.325
Si -0.057 -0.142 -0.36
Si 0.133 0.293 -0.255
Si -0.265 0.335 0.089
Si 0.108 0.008 -0.035
Si -0.076 -0.064 0.611
Si -0.147 0.02 0.331
Si 0.33 -0.174 -0.264
Si 0.182 -0.087 0.042
Si 0.693 -0.747 0.034
Si -0.028 -0.114 -0.126
Si 0.247 -0.231 0.101
Si -0.095 0.039 -0.309
Si 0.091 -0.066 -0.453
Si -0.074 -0.224 -0.702
Si -0.295 0.161 -0.161
Si 0.108 -0.255 0.104
Si 0.128 0.19 -0.049
Si -0.052 0.136 -0.705
Si 0.488 0.227 0.362
Si 0.061 -0.093 -0.052
Si 0.055 -0.039 -0.338
Si 0.084 0.163 -0.005
Si 0.498 -0.375 -0.431
Si 0.333 -0.382 -0.293
Si -0.354 -0.259 0.695
Si 0.261 -0.157 -0.017
Si -0.473 0.061 -0.358
Si -0.178 0.246 -0.211
Si 0.074 -0.013 -0.223
Si -0.117 0.338 -0.024
Si -0.091 0.067 -0.005
Si -0.071 -0.116 0.281
Si 0.003 -0.152 0.157
Si -0.128 0.19 0.456
Si -0.054 -0.278 -0.127
Si -0.057 0.038 0.195
Si -0.052 0.2 -0.145
Si 0.061 -0.044 0.161
Si -0.242 -0.016 0.356
Si -0.029 0.251 0.091
Si -0.105 0.091 0.311
Si 0.066 -0.204 0.137
Si -0.074 -0.09 0.13
Si -0.111 -0.025 0.179
Si -0.062 0.009 0.296
Si 0.014 -0.048 0.13
Si 0.066 -0.006 0.138
Si 0.112 0.149 0.189
Si -0.227 0.055 0.362
Si 0.011 -0.183 0.124
Si 0.056 -0.267 0.097
Si -0.131 -0.059 0.368
Si -0.284 0.113 0.555
Si -0.159 -0.143 0.251
Si 0.133 -0.08 0.232
Si 0.037 -0.085 0.152
Si -0.109 -0.016 0.235
Si -0.025 0.16 0.048
Si -0.262 0.073 0.343
Si -0.111 0.031 0.258
Si 0.107 -0.067 0.115
Si -0.049 -0.275 0.425
Si -0.221 0.2 0.344
Si 0.006 0.095 0.089
Si -0.194 -0.116 0.396
Si 0.064 -0.213 0.217
Si -0.068 0.062 0.269
Si 0.346 -0.003 0.221
Si -0.129 0.052 0.454
Si -0.039 -0.044 0.307
Si 0.029 0.011 0.178
Si -0.001 -0.015 0.203
Si 0.141 -0.11 0.314
Si -0.19 0.02 0.022
Si 0.057 -0.08 0.408
Si 0.112 -0.005 0.073
Si 0.441 -0.042 0.273
Si -0.139 -0.047 0.069
Si -0.072 0.117 0.186
Si 0.138 -0.056 0.371
Si -0.014 -0.025 0.415
Si 0.015 -0.181 0.442
Si 0.019 -0.037 0.267
Si 0.052 -0.156 0.07
Si 0.12 -0.102 -0.208
Si 0.049 0.198 0.214
Si 0.271 -0.131 0.215
Si -0.235 -0.154 0.375
Si 0.266 -0.285 0.257
Si 0.188 -0.105 0.273
Si -0.1 0.051 0.229
Si -0.227 -0.008 0.069
Si 0.054 0.055 0.25
Si -0.012 -0.027 0.221
Si -0.071 -0.061 0.135
Si 0.053 0.074 0.066
Si 0.169 -0.149 -0.014
Si -0.008 -0.058 0.409
Si -0.048 0.013 0.068
Si -0.041 -0.049 0.147
Si -0.065 0.032 0.01
Si -0.03 0.22 0.139
Si -0.124 0.173 0.247
Si -0.005 -0.1 -0.308
Si -0.186 -0.022 0.047
Si -0.198 -0.082 0.234
Si 0.085 0.063 -0.085
Si 0.215 -0.125 0.328
Si 0.037 -0.057 -0.223
Si 0.096 -0.016 0.013
Si 0.047 -0.016 -0.005
Si 0.305 0.064 0.222
Si -0.01 -0.01 -0.104
Si 0.006 -0.028 0.151
Si 0.059 0.143 0.212
Si -0.057 0.046 0.131
Si 0.22 -0.048 0.347
Si 0.041 0.132 -0.283
Si 0.125 -0.023 0.395
Si -0.019 0.016 0.08
Si 0.09 0.091 0.069
Si 0.095 0.03 -0.503
Si -0.011 0.025 -0.169
Si 0.445 -0.156 0.304
Si -0.164 0.003 0.085
Si -0.097 -0.055 0.266
Si 0.147 -0.172 -0.155
Si -0.26 -0.128 0.015
Si 0.03 0.111 -0.035
Si 0.158 0.018 -0.208
Si -0.008 -0.099 -0.303
Si -0.345 0.193 0.111
Si 0.21 -0.026 -0.142
Si 0.014 0.067 0.204
Si 0.239 -0.145 0.088
Si -0.035 -0.069 -0.043
Si -0.089 0.029 0.236
Si 0.021 -0.083 0.216
Si 0.059 -0.183 0.154
Si 0.022 0.035 0.248
Si 0.084 0.09 -0.122
Si 0.056 -0.128 0.075
Si 0.014 0.055 0.086
Si -0.064 -0.177 0.39
Si -0.146 0.145 0.269
Si 0.07 0.171 0.297
Si -0.021 0.016 0.288
Si -0.011 0.096 0.322
Si 0.249 0.127 -0.172
Si -0.161 0.298 -0.158
Si 0.042 0.066 0.022
Si -0.094 0.017 -0.184
Si 0.195 0.049 0.276
Si -0.069 0.125 0.438
Si 0.031 -0.237 0.015
Si -0.038 -0.119 0.273
Si -0.172 0.01 0.408
Si -0.026 -0.117 0.486
Si 0.175 0.24 0.382
Si -0.049 -0.165 0.311
Si 0.008 -0.018 -0.45
Si 0.115 0.182 -0.228
Si -0.01 0.017 0.158
Si 0.114 0.227 -0.253
Si 0.02 -0.168 -0.101
Si -0.062 -0.062 0.169
Si -0.199 0.17 -0.188
Si 0.084 0.036 0.397
Si 0.034 0.093 0.003
Si -0.076 -0.106 0.132
Si 0.094 0.413 0.222
Si -0.041 -0.053 0.247
Si -0.203 -0.082 -0.094
Si -0.006 0.034 -0.256
Si -0.093 -0.031 0.103
Si 0.039 -0.092 -0.204
Si -0.043 -0.126 -0.089
Si 0.002 0.016 -0.281
Si 0.037 0.074 -0.182
Si 0.012 -0.061 0.439
Si 0.052 0.073 0.056
Si 0.19 0.03 -0.271
Si 0.043 -0.055 0.036
Si -0.252 0.003 -0.037
Si 0.074 -0.041 -0.041
Si -0.076 -0.111 -0.042
Si 0.112 -0.012 0.186
Si -0.049 -0.013 -0.25
Si 0.067 -0.121 -0.103
Si -0.074 0.046 -0.125
Si -0.035 -0.018 -0.442
Si -0.059 -0.115 0.134
Si -0.215 -0.235 -0.123
Si 0.004 -0.008 -0.339
Si 0.115 0.069 -0.201
Si -0.031 0.062 -0.17
Si 0.184 0.03 -0.33
Si 0.103 -0.023 -0.292
Si -0.031 -0.267 -0.355
Si -0.032 0.074 -0.001
Si 0.062 -0.02 0.009
Si 0.011 0.32 -0.473
Si 0.037 0.036 -0.345
Si 0.038 0.088 -0.149
Si -0.064 -0.066 0.105
Si 0.133 0.137 -0.421
Si -0.072 0.162 -0.045
Si -0.052 -0.094 -0.202
Si -0.059 0.122 0.052
Si 0.016 -0.047 -0.038
Si 0.002 -0.099 -0.085
Si 0.12 0.092 -0.077
Si 0.022 -0.165 -0.206
Si -0.027 0.001 -0.348
Si 0.041 0.12 -0.097
Si -0.164 0.011 -0.222
Si 0.061 -0.126 0.257
Si -0.172 0.102 -0.264
Si 0.093 -0.139 0.473
Si -0.032 -0.049 0.184
Si -0.081 -0.091 -0.004
Si -0.119 0.017 0.07
Si -0.2 0.001 -0.269
Si -0.077 0.192 -0.277
Si 0.08 0.064 -0.157
Si -0.099 0.055 0.009
Si 0.111 0.042 0.038
Si 0.077 -0.201 -0.202
Si 0.026 -0.002 0.126
Si -0.094 -0.12 -0.158
Si -0.131 -0.214 -0.122
Si 0.068 -0.241 -0.251
Si -0.079 -0.03 0.35
Si 0.176 0.055 -0.261
Si -0.137 0.011 -0.208
Si 0.014 -0.249 -0.055
Si -0.068 0.088 -0.296
Si 0.045 0.092 -0.64
Si 0.348 0.124 0.034
Si -0.122 -0.135 -0.375
Si -0.139 -0.072 -0.067
Si -0.001 0.069 -0.055
Si -0.1 0.118 0.107
Si -0.051 0.034 0.03
Si -0.065 0.113 -0.154
Si 0.05 0.103 0.196
Si 0.107 -0.216 -0.119
Si -0.11 -0.004 -0.219
Si -0.002 -0.152 -0.291
Si -0.13 0.093 0.174
Si -0.009 -0.141 -0.255
Si -0.028 -0.103 -0.302
Si -0.049 0.016 -0.004
Si 0.162 -0.185 -0.296
Si 0.044 0.04 -0.332
Si 0.048 -0.229 -0.151
Si 0.232 0.229 -0.379
Si -0.125 0.259 -0.393
Si -0.022 0.084 -0.19
Si 0.086 -0.03 0.088
Si 0.049 -0.193 -0.361
Si 0.142 0.146 -0.414
Si 0.074 -0.147 0.011
Si -0.013 -0.032 0.02
Si 0.103 -0.12 -0.276
Si 0.131 0.187 -0.282
Si -0.047 0.037 -0.153
Si 0.038 -0.036 0.017
Si 0.024 0.091 -0.268
Si -0.209 -0.03 -0.143
Si 0.094 -0.062 -0.136
Si 0.172 -0.143 -0.054
Si -0.051 -0.079 -0.25
Si 0.163 -0.053 -0.244
Si 0.076 -0.018 0.09
Si 0.164 0.048 -0.311
Si 0.332 -0.032 -0.202
Si 0.019 -0.227 -0.133
Si 0.019 0.007 0.034
Si 0.146 -0.057 -0.321
Si 0.285 0.022 -0.612
Si 0.033 -0.03 -0.187
Si 0.095 0.024 -0.379
Si -0.23 0.129 -0.396
Si -0.102 -0.151 0.089
Si -0.245 0.14 -0.258
Si 0.021 -0.015 -0.35
Si -0.05 -0.163 -0.049
Si 0.003 0.094 -0.443
Si 0.039 0.082 0.245
O -0.134 0.157 0.269
O 0.159 -0.221 0.165
O -0.045 0.05 0.089
O -0.084 -0.064 -0.033
O 0.051 -0.011 0.046
O 0.063 -0.051 -0.055
O 0.018 0.314 0.095
O -0.186 0.296 0.07
O 0.251 0.018 0.03
O 0.198 -0.123 0.475
O 0.066 0.384 -0.066
O -0.009 -0.191 0.46
O -0.068 0.187 0.163
O -0.161 0.331 0.29
O -0.223 0.054 0.301
O 0.047 -0.058 -0.131
O -0.317 0.098 0.09
O 0.094 0.128 0.749
O -0.09 0.134 -0.017
O 0.028 -0.141 0.102
O 0.23 0.021 0.145
O -0.081 -0.349 0.099
O -0.157 0.211 0.211
O -0.319 0.064 0.127
O 0.175 -0.084 0.239
O -0.164 0.207 0.251
O 0.006 0.109 0.22
O 0.176 0.134 0.707
O 0.048 0.198 0.172
O 0.059 0.068 -0.247
O -0.181 0.228 -0.208
O -0.331 -0.014 0.081
O -0.134 0.165 0.348
O 0.062 -0.263 0.037
O 0.301 -0.372 0.125
O 0.118 0.251 -0.024
O 0.335 0.042 0.092
O 0.175 -0.119 -0.038
O -0.039 0.139 0.351
O -0.486 -0.057 0.195
O 0.032 0.153 0.13
O -0.02 -0.015 -0.03
O -0.055 0.005 0.33
O -0.303 0.029 0.506
O -0.208 0.261 0.207
O 0.074 -0.162 0.18
O 0 0.147 0.614
O -0.132 -0.195 0.12
O 0.334 -0.416 -0.028
O 0.079 -0.194 0.338
O 0.034 0.009 -0.041
O 0.086 0.084 0.042
O 0.13 0.101 -0.124
O -0.186 0.037 0.353
O 0.005 0.202 0.194
O -0.353 0.185 0.546
O -0.132 0.193 -0.226
O 0.536 -0.252 -0.19
O 0.113 0.055 0.28
O 0.463 -0.48 0.279
O 0.055 0.054 -0.09
O -0.004 -0.281 0.234
O 0.004 -0.194 0.223
O 0.325 -0.226 0.136
O 0.042 0.224 0.19
O 0 -0.147 -0.09
O -0.013 -0.078 0.539
O 0.056 0.251 -0.181
O -0.226 -0.033 0.601
O 0.014 0.128 0.161
O -0.094 0.103 -0.275
O -0.193 0.205 -0.074
O 0.075 -0.233 -0.065
O 0.13 -0.197 0.673
O -0.051 -0.023 -0.169
O -0.013 0.067 0.275
O -0.349 -0.083 0.351
O -0.35 -0.145 0.017
O -0.033 0.071 0.17
O 0.02 0.101 0.449
O -0.063 0.191 0.301
O 0.414 0.06 0.076
O 0.118 0.157 -0.033
O 0.057 0.13 0.192
O 0.131 -0.156 0.031
O 0.086 0.049 0.033
O -0.066 -0.011 -0.209
O 0.219 -0.014 0.315
O -0.062 -0.039 0.113
O -0.021 0.42 -0.182
O 0.17 0.305 0.088
O 0.287 -0.006 0.307
O 0.147 -0.457 0.335
O 0.04 0.11 -0.022
O 0.049 -0.219 0.323
O 0.071 0.004 0.239
O 0.086 0.06 -0.009
O 0.231 0.001 -0.048
O 0 0.278 0.114
O -0.15 0.368 0.227
O -0.113 -0.334 0.08
O -0.02 -0.34 0.285
O -0.108 0.365 0.295
O -0.02 0.019 0.46
O 0.023 0.113 0.436
O -0.053 -0.074 -0.188
O 0.064 -0.16 0.189
O 0.092 -0.215 -0.286
O 0.038 0.084 -0.013
O -0.2 0.14 0.105
O -0.05 -0.276 0.327
O -0.037 0.012 -0.428
O 0.079 0.068 0.185
O -0.266 -0.001 0.175
O 0.169 -0.328 0.321
O 0.039 -0.067 0.052
O 0.283 -0.195 0.219
O -0.001 0.049 0.211
O -0.109 0.224 0.135
O -0.285 0.368 0.111
O 0.214 -0.119 -0.088
O 0.101 -0.084 0.327
O -0.126 -0.135 0.159
O -0.012 0.094 0.177
O 0.242 0.44 0.21
O 0.088 -0.293 0.406
O -0.154 0.273 0.098
O 0.046 -0.226 0.079
O -0.161 -0.021 0.254
O 0.161 -0.12 0.299
O 0.179 -0.16 0.183
O 0.13 0.03 -0.22
O -0.169 0.088 0.499
O 0.114 0.122 0.096
O -0.108 0.403 -0.072
O -0.03 -0.291 0.375
O 0.368 0.408 -0.053
O 0.27 0.358 0.065
O 0.2 0.06 0.417
O 0.068 0.03 0.168
O -0.128 -0.149 -0.08
O 0.043 -0.085 -0.216
O 0.029 0.143 -0.046
O 0.245 0.101 0.207
O -0.198 0.082 -0.411
O -0.1 -0.01 -0.381
O -0.208 0.308 -0.19
O -0.107 -0.004 0.216
O 0.311 -0.181 -0.103
O 0.173 0.335 0.013
O 0.302 -0.321 0.108
O 0.15 -0.121 -0.071
O 0.591 -0.505 0.213
O -0.153 0.065 -0.051
O 0.196 0.025 -0.219
O 0.153 0.099 -0.178
O -0.235 -0.152 -0.703
O -0.371 0.417 0.014
O 0.292 -0.112 -0.224
O 0.014 0.007 -0.181
O -0.036 0.093 -0.333
O 0.016 0.183 -0.056
O -0.18 -0.053 -0.515
O 0.006 0.137 -0.315
O 0.03 0.062 0.045
O -0.145 0.297 -0.02
O -0.229 -0.02 0.156
O 0.134 -0.301 0.03
O 0.081 0.163 -0.412
O 0.095 -0.207 -0.389
O 0.228 0.142 -0.045
O -0.1 -0.171 -0.494
O -0.32 0.128 -0.275
O 0.031 -0.14 -0.419
O -0.154 0.333 -0.054
O 0.136 0.102 -0.093
O 0.151 -0.167 -0.108
O -0.113 -0.156 0.135
O 0.128 -0.135 0.218
O 0.269 -0.079 -0.335
O 0.124 -0.108 -0.324
O 0.002 -0.407 0.281
O -0.292 0.097 -0.15
O -0.233 0.345 -0.349
O -0.242 0.201 -0.119
O -0.062 0.415 0.029
O -0.15 -0.181 0.169
O -0.096 -0.17 -0.247
O -0.204 0.184 -0.356
O -0.124 -0.015 -0.131
O 0.047 0.089 0.282
O 0.093 -0.392 -0.341
O 0.147 -0.32 -0.412
O -0.015 -0.069 -0.097
O -0.104 0.112 -0.1
O -0.175 0.276 -0.111
O 0.077 0.388 0.078
O -0.095 0.023 -0.029
O 0.104 -0.142 0.065
O -0.114 -0.262 -0.058
O 0.01 -0.089 0.184
O 0.025 -0.171 0.036
O 0.194 0.068 -0.404
O 0.057 0.1 0.011
O -0.166 -0.262 0.006
O -0.006 0.031 -0.242
O 0.156 0.027 -0.353
O -0.069 0.183 -0.354
O 0.031 -0.188 -0.605
O 0 0.124 -0.168
O 0.276 -0.155 -0.049
O 0.24 0.015 -0.435
O -0.025 0.395 -0.29
O 0.037 0.107 -0.326
O -0.042 0.334 -0.273
